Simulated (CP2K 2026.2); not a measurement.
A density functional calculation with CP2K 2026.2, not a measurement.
Periodic cell of 2052 atoms, Si1404O648, from a study of silicon, its oxide and their interface. The atomic structure is a simulated model.
Doubt: the forces sum to 4.02 eV/angstrom along one axis rather than to zero, so they err by at least 0.0020 eV/angstrom per atom on average; the grid cutoff is modest.

Settings
functional: PBE
method: Gaussian and plane waves
basis set: DZVP-MOLOPT-SR-GTH
pseudopotentials: GTH-PBE
grid cutoff: 400 Ry, relative cutoff 50 Ry
k points: Gamma only
occupations: fixed
spin: none
net charge: 0

Cell vectors (angstrom)
a 16.407 0 0
b 0 65.628 0
c 0 0 34.3

Atoms and the computed forces on them: element, x, y, z (angstrom), force x, y, z (eV/angstrom)
Si -0.118 0.315 0.165 0.062 0.071 0.133
Si 2.605 3.198 0.337 0.139 0.027 0.169
Si 0.336 5.323 -0.03 0.147 -0.194 0.314
Si 2.827 8.156 -0.062 -0.039 0.033 -0.181
Si -0.588 11.335 0.054 -0.07 0.14 -0.047
Si 2.468 14.048 0.091 -0.195 -0.253 0.045
Si 0.079 16.149 0.122 0.118 0.013 0.102
Si 2.306 19.453 -0.053 -0.184 -0.25 0.329
Si 0.175 21.771 0.405 0.129 -0.084 0.307
Si 2.785 24.629 0.047 0.074 -0.146 0.355
Si -0.267 27.384 -0.24 -0.12 0.011 0.143
Si 2.719 29.866 -0.05 -0.037 0.168 -0.005
Si -0.206 33.279 0.109 -0.124 -0.116 -0.268
Si 2.836 35.464 0.124 -0.035 0.081 -0.34
Si -0.421 38.915 0.043 -0.02 -0.082 -0.074
Si 2.077 41.62 0.207 0.119 -0.152 -0.066
Si -0.08 43.766 0.425 0.101 -0.137 -0.324
Si 3.018 46.03 0.19 0.194 0.1 -0.256
Si 0.206 49.21 -0.176 -0.074 0.133 0.227
Si 3.139 51.683 0.006 -0.164 0.073 0.029
Si -0.551 54.525 -0.035 0.053 -0.045 0.529
Si 3.034 56.86 0.088 0.187 -0.143 -0.089
Si 0.166 60 0.285 -0.144 0.029 -0.071
Si 3.153 62.646 0.169 -0.12 -0.044 -0.111
Si 5.601 0.139 -0.141 -0.035 -0.088 0.008
Si 8.172 2.878 0.428 -0.014 -0.095 -0.359
Si 5.119 5.904 0.239 0.111 -0.047 0.204
Si 7.869 8.456 0.028 -0.118 -0.104 0.106
Si 5.709 10.819 -0.075 0.012 0.094 0.012
Si 8.824 13.197 0.064 -0.245 0.45 0.284
Si 5.285 16.289 -0.311 0.135 -0.153 0.237
Si 8.167 19.199 0.047 0.189 -0.037 -0.103
Si 5.999 21.417 0.05 -0.289 -0.16 0.17
Si 8.017 24.229 -0.098 -0.054 0.247 0.263
Si 4.982 27.598 -0.081 0.169 0.085 0.156
Si 8.424 30.018 -0.13 -0.094 0.052 -0.078
Si 4.901 33.092 0.014 0.134 0.01 -0.251
Si 8.266 35.304 0.222 -0.069 -0.256 -0.21
Si 5.566 38.514 0.046 -0.285 -0.132 0.093
Si 8.25 40.565 -0.046 0.188 0.21 0.023
Si 5.091 43.74 0.133 -0.094 0.018 -0.088
Si 8.45 46.114 -0.3 -0.263 0.146 0.254
Si 5.305 49.4 0.117 0.034 0.018 -0.079
Si 8.547 51.821 -0.084 0.071 -0.114 -0.02
Si 5.306 54.678 0.086 0.101 0.088 0.202
Si 8.484 56.966 0.095 0.075 0.051 -0.247
Si 5.265 60.342 0.01 -0.116 -0.136 -0.187
Si 8.751 62.669 -0.145 0.031 -0.155 0.122
Si 11.276 -0.242 0.41 -0.047 0.069 -0.201
Si 13.949 2.425 -0.129 0.155 -0.098 0.333
Si 10.814 5.336 0.063 -0.062 0.078 0.018
Si 13.7 8.152 0.168 0.054 -0.148 0.01
Si 11.21 11.005 -0.425 0.127 0.305 0.194
Si 13.759 13.629 0.477 0.044 -0.02 -0.212
Si 11.683 15.896 0.115 0.186 0.033 -0.143
Si 13.569 19.449 0.397 -0.061 -0.046 -0.143
Si 11.381 21.645 0.133 -0.13 -0.191 0.161
Si 13.542 24.352 -0.091 0.095 0.243 0.284
Si 10.601 27.784 0.046 -0.153 -0.112 0.174
Si 13.987 29.815 -0.107 -0.288 0.126 -0.06
Si 10.621 33.136 -0.067 0.15 -0.021 -0.072
Si 13.953 35.452 0.206 0.023 -0.066 -0.263
Si 10.571 38.509 0.12 0.053 -0.055 -0.116
Si 13.731 40.903 0.568 0.049 -0.125 -0.455
Si 11.618 43.017 -0.046 0.222 -0.288 0.259
Si 14.304 45.949 -0.548 0.225 -0.038 -0.021
Si 10.719 49.517 -0.066 0.039 -0.011 -0.138
Si 14.078 51.2 -0.066 -0.481 0.486 0.327
Si 10.856 54.915 0.321 0.177 0.027 -0.254
Si 13.876 57.052 0.11 -0.172 0.162 0.201
Si 10.903 60.505 0.424 -0.12 -0.205 -0.033
Si 13.456 63.175 0.237 -0.126 0.108 0.016
Si 1.459 1.467 1.479 -0.149 0.106 -0.242
Si 4.095 4.336 1.7 -0.074 0.01 -0.381
Si 1.328 6.974 1.372 0.014 -0.106 -0.205
Si 4.045 9.742 1.273 0.143 -0.117 -0.218
Si 1.293 12.309 1.24 -0.105 0.202 -0.215
Si 4.168 15.033 1.396 -0.242 0.083 -0.049
Si 1.355 17.734 1.36 -0.126 0.054 -0.414
Si 4.163 20.412 1.225 0.17 0.184 -0.43
Si 1.445 23.354 1.536 -0.055 0.127 -0.364
Si 4.028 26.064 1.426 -0.015 -0.098 -0.044
Si 1.243 28.606 1.265 -0.064 -0.045 -0.244
Si 3.824 31.499 1.34 0.07 -0.194 -0.143
Si 1.322 34.33 1.528 0.034 -0.065 -0.149
Si 4.073 37.063 1.323 0.185 0.03 -0.26
Si 1.199 39.836 1.498 0.001 0.086 -0.3
Si 3.916 42.366 1.59 -0.087 0.073 -0.213
Si 1.431 45.056 1.633 0.045 0.013 -0.124
Si 4.177 47.749 1.406 -0.102 -0.065 -0.257
Si 1.501 50.496 1.315 0.191 0.066 -0.248
Si 4.157 53.194 1.491 0.019 0.081 -0.355
Si 1.338 55.689 1.286 -0.237 0.095 -0.355
Si 4.119 58.661 1.318 0.039 0.064 -0.186
Si 1.49 61.517 1.485 0.129 0.024 -0.154
Si 4.3 64.324 1.337 -0.003 0.032 -0.126
Si 6.748 1.419 1.508 0.041 -0.032 0.004
Si 9.602 4.177 1.673 0.054 -0.04 -0.038
Si 6.8 6.972 1.529 -0.069 -0.08 -0.317
Si 9.719 9.533 1.15 -0.085 -0.192 -0.499
Si 6.948 12.324 1.284 0.156 -0.129 -0.103
Si 9.788 14.966 1.301 0.161 -0.139 -0.156
Si 6.789 17.647 1.192 0.013 0.016 -0.292
Si 9.662 20.459 1.405 0.068 0.043 -0.426
Si 6.938 23.013 1.562 -0.131 0.068 -0.206
Si 9.439 25.924 1.108 -0.01 0.061 -0.234
Si 6.729 28.793 1.115 -0.037 -0.008 -0.204
Si 9.583 31.473 1.317 -0.02 0.156 -0.212
Si 6.643 34.109 1.393 -0.126 0.065 -0.216
Si 9.489 36.891 1.475 0.043 0.102 -0.216
Si 6.952 39.512 1.612 -0.106 0.169 -0.219
Si 9.634 42.198 1.202 0.057 -0.081 -0.35
Si 6.901 44.947 1.167 -0.131 0.066 -0.134
Si 9.542 47.776 1.077 0.096 0.035 -0.066
Si 6.949 50.601 1.305 0.011 0.003 -0.276
Si 9.68 53.218 1.44 -0.023 0.149 -0.198
Si 6.904 55.868 1.431 -0.19 0.008 -0.297
Si 9.554 58.761 1.369 0.159 0.039 -0.291
Si 6.97 61.531 1.206 0.054 0.13 -0.196
Si 9.597 64.2 1.522 0.073 0.077 -0.285
Si 12.477 1.425 1.52 -0.117 -0.013 -0.336
Si 15.059 4.146 1.232 -0.052 -0.09 -0.31
Si 12.166 6.85 1.358 -0.037 -0.152 -0.099
Si 14.996 9.6 1.514 0.043 0.173 -0.014
Si 12.339 12.131 1.491 0.113 0.037 -0.427
Si 15.113 15.052 1.679 0.012 0.077 -0.289
Si 12.48 17.666 1.527 -0.052 0.075 -0.215
Si 14.989 20.662 1.739 -0.02 0.036 -0.309
Si 12.311 23.234 1.559 0.031 -0.141 -0.312
Si 15.006 25.848 1.203 -0.207 -0.069 -0.354
Si 12.269 28.843 1.336 0.167 -0.097 -0.115
Si 15.072 31.463 1.254 0.019 0.17 -0.192
Si 12.28 34.207 1.339 -0.063 -0.047 -0.283
Si 15.092 37.075 1.422 0.034 0.097 -0.234
Si 12.181 39.525 1.596 -0.089 -0.012 -0.177
Si 15.032 42.382 1.782 0.042 -0.006 -0.12
Si 12.523 44.984 1.033 -0.072 -0.16 -0.183
Si 15.226 47.627 1.045 0.037 0.126 -0.195
Si 12.344 50.409 1.401 0.138 -0.018 -0.28
Si 14.84 53.055 1.457 0.154 -0.113 -0.56
Si 12.374 56.055 1.636 0.058 -0.042 -0.219
Si 15.14 58.571 1.482 -0.013 0.033 -0.203
Si 12.4 61.657 1.734 -0.068 0.136 -0.176
Si 15.131 64.327 1.482 -0.081 -0.04 -0.273
Si 0.014 2.834 2.789 -0.04 0.078 -0.072
Si 2.845 0.023 2.734 0.01 -0.013 -0.065
Si 0.016 8.289 2.803 0.101 -0.058 0.065
Si 2.667 5.692 2.905 0.088 0.128 0.21
Si 0.084 13.617 2.848 0.056 0.01 0.145
Si 2.687 11.027 2.679 0.014 -0.012 -0.02
Si 0.018 19.129 2.815 0.147 -0.069 0.291
Si 2.796 16.42 2.752 -0.065 0.142 0.044
Si -0.031 24.679 2.775 0.022 0.04 0.001
Si 2.856 21.864 2.711 0.005 -0.132 0.21
Si -0.036 30.075 2.663 0.042 -0.064 0.091
Si 2.631 27.376 2.768 0.041 0.027 0.051
Si 0 35.709 2.841 -0.05 0.092 0.146
Si 2.597 32.834 2.809 0.006 0.029 0.189
Si -0.021 41.028 3.059 0.014 -0.014 0.213
Si 2.682 38.379 2.735 -0.068 0.077 -0.104
Si 0.034 46.499 2.772 -0.071 0.094 0.049
Si 2.717 43.725 3.034 0.118 -0.088 0.105
Si 0.027 51.812 2.696 0.09 -0.013 0.078
Si 2.8 49.127 2.757 -0.052 0.048 0.027
Si 0.105 57.185 2.77 -0.05 -0.132 -0.009
Si 2.704 54.494 2.783 -0.02 0.057 0.16
Si 0.104 62.914 2.795 -0.087 -0.014 -0.042
Si 2.809 60.047 2.775 0.034 -0.014 0.08
Si 5.455 2.824 2.888 0.014 0.097 0.056
Si 8.187 0.006 2.803 -0.008 -0.087 -0.05
Si 5.399 8.379 2.786 -0.069 -0.078 0.078
Si 8.174 5.566 2.886 -0.23 0.121 0.034
Si 5.548 13.656 2.7 0.073 -0.089 -0.02
Si 8.308 10.908 2.656 -0.017 0.086 -0.033
Si 5.491 19.03 2.662 -0.026 0.174 -0.007
Si 8.247 16.332 2.603 -0.029 -0.142 -0.175
Si 5.478 24.58 2.706 -0.065 -0.002 -0.105
Si 8.33 21.758 2.883 0.082 -0.029 0.162
Si 5.379 30.139 2.608 -0.103 -0.072 -0.074
Si 8.098 27.354 2.555 0.075 0.085 -0.177
Si 5.382 35.603 2.742 0.007 -0.003 0.007
Si 8.108 32.763 2.698 0.071 0.054 0.128
Si 5.458 40.959 2.786 -0.141 0.038 -0.016
Si 8.225 38.167 2.969 0.025 0.025 0.086
Si 5.608 46.382 2.676 0.083 -0.064 -0.012
Si 8.266 43.631 2.586 0.081 -0.076 0.052
Si 5.595 51.884 2.773 0.015 -0.064 0.144
Si 8.26 49.119 2.621 0.035 0.013 -0.069
Si 5.524 57.341 2.722 -0.024 -0.021 0.024
Si 8.267 54.551 2.805 0.043 0.025 0.154
Si 5.642 62.91 2.694 0.077 0.01 0.011
Si 8.181 60.124 2.726 0.042 0.039 -0.02
Si 11.041 2.773 2.866 0.16 -0.102 0.034
Si 13.778 0.04 2.91 0.028 0.006 0.092
Si 10.876 8.206 2.759 -0.038 0.087 -0.152
Si 13.669 5.514 2.669 0.214 -0.128 -0.129
Si 11.008 13.607 2.798 -0.117 -0.052 0.187
Si 13.658 10.875 2.919 -0.154 -0.102 0.169
Si 10.969 19.043 2.78 0.077 -0.004 0.039
Si 13.778 16.426 2.988 0.078 0.101 0.219
Si 10.823 24.666 2.664 -0.136 0.011 0.026
Si 13.624 21.979 3.021 0.032 0.021 0.183
Si 10.949 30.177 2.739 0.006 -0.016 0.15
Si 13.615 27.311 2.62 0.075 0.001 -0.109
Si 10.929 35.536 2.766 0.044 -0.058 0.098
Si 13.644 32.79 2.683 0.05 0.003 -0.033
Si 10.856 40.962 2.846 -0.152 0.018 0.031
Si 13.622 38.208 2.877 -0.028 -0.087 0.079
Si 11.016 46.382 2.432 0.005 -0.073 -0.136
Si 13.62 43.829 2.841 -0.061 0.181 0.106
Si 11.057 51.864 2.776 0.089 -0.019 0.021
Si 13.759 48.971 2.583 0.076 -0.222 0.079
Si 10.951 57.474 2.835 -0.014 0.036 0.039
Si 13.643 54.529 2.88 0.039 -0.005 0.07
Si 10.946 62.947 3.002 0.077 0.091 0.213
Si 13.792 60.1 2.82 0.054 -0.102 -0.033
Si 1.352 4.209 4.2 -0.1 0.007 -0.123
Si 4.1 1.409 4.182 0.102 -0.044 0.057
Si 1.402 9.653 4.14 -0.028 -0.052 -0.009
Si 4.102 6.997 4.235 -0.093 0.065 -0.183
Si 1.432 15.056 4.17 0.046 -0.131 -0.128
Si 4.111 12.342 4.066 0.019 0.016 0.052
Si 1.433 20.529 4.133 -0.007 -0.019 -0.216
Si 4.129 17.783 4.14 -0.022 -0.067 -0.001
Si 1.316 26.017 4.169 -0.046 0.064 -0.023
Si 4.144 23.247 4.139 -0.098 -0.034 -0.141
Si 1.284 31.417 4.138 0.004 0.007 -0.035
Si 4.056 28.765 4.065 -0.028 0.031 -0.115
Si 1.389 37.007 4.196 -0.061 -0.057 -0.008
Si 4.038 34.2 4.122 -0.053 0.055 -0.044
Si 1.358 42.378 4.375 0.052 -0.086 -0.024
Si 4.074 39.647 4.178 0.07 -0.001 -0.092
Si 1.396 47.838 4.158 -0.049 0.063 -0.043
Si 4.203 45.128 4.173 -0.067 -0.042 -0.026
Si 1.346 53.162 4.158 0.065 0.007 -0.053
Si 4.18 50.503 4.107 0.04 -0.006 -0.049
Si 1.417 58.671 4.124 0.013 0.053 -0.04
Si 4.107 55.963 4.079 -0.02 0.021 -0.084
Si 1.466 64.3 4.121 0.023 -0.053 0.135
Si 4.207 61.506 4.063 -0.033 -0.034 -0.063
Si 6.834 4.179 4.234 0.083 -0.114 -0.02
Si 9.611 1.379 4.153 -0.072 0.091 -0.028
Si 6.876 9.655 4.125 -0.004 -0.053 -0.166
Si 9.551 6.919 4.21 0.004 -0.126 0.043
Si 6.901 15.023 4.066 -0.029 0.02 0.091
Si 9.583 12.278 4.153 0.022 0.09 -0.21
Si 6.833 20.415 4.115 0.03 -0.004 -0.068
Si 9.533 17.703 4.094 0.073 0.165 0.006
Si 6.81 26.007 4.047 0.007 0.019 -0.014
Si 9.586 23.279 4.156 -0.013 -0.067 -0.03
Si 6.754 31.42 4.081 0.058 -0.015 -0.041
Si 9.511 28.725 3.989 0.024 -0.07 -0.095
Si 6.77 36.839 4.222 -0.055 0.029 -0.045
Si 9.508 34.149 4.088 -0.037 -0.002 -0.135
Si 6.864 42.359 4.084 0.031 0.004 -0.116
Si 9.551 39.602 4.259 0.107 0.054 0.002
Si 6.908 47.793 4.058 0.006 -0.078 0.028
Si 9.635 45.055 3.938 -0.068 0.029 -0.111
Si 6.889 53.243 4.189 0.027 -0.022 -0.029
Si 9.618 50.477 4.048 0.038 -0.054 -0.026
Si 6.839 58.748 4.118 0.015 -0.001 -0.009
Si 9.598 56.013 4.139 0.036 0.005 -0.064
Si 6.884 64.255 4.193 -0.019 -0.016 -0.024
Si 9.55 61.469 4.186 0.063 0.013 -0.058
Si 12.397 4.169 4.175 -0.135 0.06 0.012
Si 15.126 1.449 4.229 -0.007 -0.059 -0.12
Si 12.244 9.519 4.2 0.137 0.114 0.021
Si 15.04 6.865 4.109 -0.131 0.082 -0.031
Si 12.341 15.003 4.207 -0.039 -0.008 -0.104
Si 15.045 12.307 4.211 0.133 -0.055 -0.089
Si 12.268 20.475 4.218 -0.052 -0.012 -0.081
Si 15.113 17.819 4.298 0.036 0.006 -0.159
Si 12.23 26.008 4.051 0.079 -0.034 -0.046
Si 15.063 23.345 4.236 -0.068 -0.042 0.027
Si 12.302 31.486 4.14 -0.027 0.047 0.016
Si 14.986 28.702 4.04 0.003 -0.038 -0.131
Si 12.271 36.838 4.219 0.061 0.01 -0.022
Si 15.008 34.204 4.084 -0.003 0 -0.103
Si 12.253 42.383 4.152 -0.12 0.12 0.002
Si 14.956 39.61 4.263 0.064 0.053 -0.029
Si 12.32 47.696 3.978 0.143 -0.005 -0.039
Si 15.055 45.148 4.17 -0.07 -0.059 -0.074
Si 12.293 53.216 4.237 0.006 0.05 0.02
Si 15.061 50.412 4.041 0.01 0.025 -0.187
Si 12.359 58.799 4.19 -0.018 -0.03 0.002
Si 15.083 55.915 4.169 0.124 -0.05 -0.071
Si 12.362 64.324 4.277 -0.089 0.077 -0.073
Si 15.138 61.52 4.146 0.02 -0.069 0.089
Si 0.093 0.03 5.528 0.008 0.056 -0.038
Si 2.736 2.8 5.529 -0.035 -0.003 -0.023
Si -0.02 5.551 5.553 0.052 -0.074 -0.024
Si 2.731 8.327 5.577 0.091 -0.005 0.03
Si 0.022 10.961 5.549 -0.04 0.008 0.019
Si 2.788 13.686 5.519 0.022 0.095 -0.022
Si 0.059 16.396 5.575 -0.014 0.082 0.013
Si 2.768 19.157 5.522 -0.003 0.064 -0.035
Si 0.037 21.907 5.513 0.048 -0.035 -0.014
Si 2.726 24.625 5.485 -0.009 -0.062 -0.042
Si -0.058 27.397 5.499 0.031 -0.004 -0.06
Si 2.703 30.094 5.488 0.032 0.039 -0.031
Si -0.053 32.827 5.485 -0.025 -0.052 -0.037
Si 2.712 35.564 5.532 0.017 0.014 -0.053
Si -0.022 38.284 5.591 0.012 0.001 -0.019
Si 2.76 40.984 5.617 -0.027 0.044 0.032
Si -0.043 43.779 5.593 0.019 -0.004 0.069
Si 2.773 46.464 5.51 0.048 0.033 -0.028
Si 0.009 49.166 5.516 0.023 -0.024 -0.022
Si 2.783 51.849 5.491 -0.054 0.018 -0.042
Si 0.027 54.567 5.536 -0.02 0.001 -0.022
Si 2.783 57.336 5.498 0.009 0.004 -0.038
Si 0.072 60.103 5.485 -0.012 0.013 -0.02
Si 2.82 62.878 5.46 -0.017 0.024 -0.065
Si 5.49 0.021 5.525 0 -0.002 -0.043
Si 8.24 2.77 5.527 0.001 0.035 0.005
Si 5.463 5.564 5.554 -0.052 0.005 0.028
Si 8.19 8.283 5.551 -0.062 0.012 -0.014
Si 5.482 11.01 5.485 0.03 -0.011 -0.031
Si 8.216 13.673 5.502 0.006 -0.047 -0.046
Si 5.512 16.388 5.473 -0.018 0.045 -0.092
Si 8.194 19.086 5.504 -0.045 -0.051 -0.019
Si 5.499 21.853 5.484 0.017 0.066 0.006
Si 8.173 24.652 5.467 -0.006 0.009 -0.033
Si 5.433 27.378 5.432 -0.03 -0.051 -0.049
Si 8.16 30.063 5.429 -0.058 0.012 -0.033
Si 5.423 32.819 5.474 0.059 0.021 -0.081
Si 8.176 35.485 5.529 0.018 -0.011 -0.007
Si 5.429 38.261 5.544 -0.038 -0.048 -0.006
Si 8.167 41.002 5.535 -0.027 -0.061 0.007
Si 5.532 43.719 5.51 0.018 0.028 -0.027
Si 8.282 46.411 5.398 0.018 0.058 -0.111
Si 5.531 49.137 5.473 -0.03 -0.008 -0.098
Si 8.27 51.845 5.479 -0.03 0.028 -0.043
Si 5.483 54.634 5.489 0.004 -0.011 -0.034
Si 8.222 57.387 5.491 -0.014 0.017 -0.032
Si 5.501 60.134 5.496 0.037 0.013 -0.076
Si 8.228 62.87 5.554 -0.015 0.035 -0.023
Si 10.956 0.053 5.58 0.107 -0.046 0.041
Si 13.725 2.801 5.572 0.065 -0.019 -0.049
Si 10.969 5.526 5.522 0.042 -0.002 -0.025
Si 13.675 8.201 5.535 -0.029 -0.04 -0.054
Si 10.933 10.94 5.557 -0.056 -0.032 -0.053
Si 13.695 13.67 5.582 -0.002 0.046 0.031
Si 10.923 16.385 5.511 -0.035 -0.059 -0.043
Si 13.674 19.166 5.587 0.025 -0.017 0.039
Si 10.916 21.894 5.539 -0.002 0.012 0.057
Si 13.611 24.687 5.507 0.019 0.053 -0.03
Si 10.88 27.389 5.423 -0.017 0.018 -0.025
Si 13.655 30.073 5.469 -0.041 -0.005 -0.067
Si 10.894 32.821 5.49 0.058 -0.003 -0.03
Si 13.664 35.492 5.548 -0.085 -0.027 -0.026
Si 10.931 38.235 5.576 0.03 0.052 0.014
Si 13.61 41.026 5.557 0.017 -0.04 -0.003
Si 10.896 43.751 5.482 0.028 -0.087 -0.028
Si 13.647 46.456 5.504 -0.011 -0.014 -0.032
Si 10.985 49.102 5.402 0.014 0.055 -0.085
Si 13.715 51.807 5.466 -0.011 0.012 -0.009
Si 10.944 54.647 5.528 -0.033 -0.021 0.029
Si 13.722 57.362 5.497 -0.055 -0.024 -0.049
Si 10.966 60.146 5.541 0.005 0.005 0.015
Si 13.749 62.884 5.534 -0.025 -0.021 -0.009
Si 1.411 1.414 6.91 -0.012 -0.018 0.012
Si 4.105 4.169 6.896 0.025 0.006 -0.021
Si 1.365 6.92 6.906 -0.029 0.026 -0.013
Si 4.132 9.667 6.908 -0.041 -0.043 0.006
Si 1.392 12.344 6.896 -0.005 -0.017 -0.012
Si 4.138 15.063 6.884 -0.002 -0.062 -0.003
Si 1.401 17.801 6.911 0.044 -0.056 0.006
Si 4.116 20.534 6.886 -0.035 -0.033 0.005
Si 1.373 23.281 6.889 -0.004 -0.028 0.006
Si 4.084 26.014 6.84 0.004 0.016 -0.026
Si 1.336 28.741 6.862 -0.019 -0.004 0.026
Si 4.066 31.465 6.858 -0.038 -0.006 0.025
Si 1.333 34.179 6.871 0.003 0.027 -0.027
Si 4.082 36.897 6.919 0.006 -0.01 0.015
Si 1.362 39.63 6.952 -0.027 0.019 0.009
Si 4.15 42.377 6.909 0.003 -0.057 -0.025
Si 1.387 45.121 6.9 -0.018 -0.047 -0.007
Si 4.14 47.82 6.866 -0.056 0.013 0.018
Si 1.386 50.529 6.872 0.023 0.001 0.003
Si 4.12 53.259 6.852 0.002 0.007 -0.015
Si 1.398 55.98 6.86 0.018 -0.016 -0.001
Si 4.131 58.75 6.847 -0.022 0.008 0.008
Si 1.436 61.506 6.834 0.035 -0.037 -0.03
Si 4.134 64.261 6.874 0.015 -0.006 -0.012
Si 6.859 1.4 6.886 0.024 -0.01 -0.05
Si 9.603 4.151 6.891 0.001 -0.042 -0.058
Si 6.839 6.911 6.917 0.02 -0.03 0.003
Si 9.558 9.616 6.935 -0.003 0.047 0.03
Si 6.833 12.351 6.889 -0.041 0.056 0.007
Si 9.561 15.037 6.895 0.029 0.016 0
Si 6.827 17.755 6.887 0.044 0.005 0.027
Si 9.531 20.509 6.872 -0.009 0.061 -0.031
Si 6.827 23.267 6.851 -0.013 -0.046 -0.042
Si 9.537 26.024 6.831 0.016 -0.022 0.001
Si 6.797 28.726 6.83 0.046 -0.006 0.006
Si 9.526 31.429 6.832 0.017 0.011 -0.011
Si 6.802 34.139 6.884 0.026 -0.009 0.02
Si 9.54 36.865 6.899 -0.001 0.01 0.004
Si 6.812 39.623 6.901 -0.025 0.071 -0.032
Si 9.553 42.372 6.874 -0.025 0.034 -0.006
Si 6.905 45.098 6.838 -0.038 -0.074 -0.007
Si 9.602 47.786 6.805 0.02 -0.05 0.005
Si 6.874 50.516 6.843 0.031 -0.025 0.027
Si 9.58 53.256 6.857 0.021 0.024 0.023
Si 6.847 56.018 6.852 -0.014 0.024 -0.006
Si 9.588 58.757 6.872 0.061 -0.032 -0.004
Si 6.85 61.499 6.888 0.02 0.003 0.027
Si 9.592 64.268 6.901 0.042 -0.024 -0.018
Si 12.342 1.424 6.914 -0.101 0.053 0.004
Si 15.067 4.169 6.939 -0.025 0.021 0.023
Si 12.314 6.87 6.926 0.034 -0.021 -0.005
Si 15.043 9.591 6.898 0.03 0.004 -0.032
Si 12.303 12.31 6.921 0.041 -0.009 0.009
Si 15.056 15.057 6.928 0.029 -0.031 -0.008
Si 12.277 17.773 6.897 0.02 0.055 -0.03
Si 15.052 20.561 6.899 -0.04 0.014 -0.002
Si 12.278 23.288 6.882 0.059 -0.096 -0.018
Si 14.988 26.037 6.874 -0.077 0.047 0.041
Si 12.257 28.731 6.83 0.008 -0.004 -0.005
Si 15.008 31.444 6.858 0.007 0.047 0.009
Si 12.27 34.147 6.895 -0.003 0.033 0.022
Si 15.025 36.875 6.915 0.048 -0.008 0.003
Si 12.283 39.625 6.923 -0.015 0.028 0.025
Si 15 42.378 6.917 -0.013 0.025 0.014
Si 12.278 45.088 6.865 0.052 -0.032 -0.004
Si 15.024 47.815 6.87 -0.019 0.025 -0.005
Si 12.31 50.484 6.824 0.038 -0.025 -0.039
Si 15.038 53.211 6.861 0.08 -0.01 -0.001
Si 12.332 56.016 6.866 0.021 -0.017 -0.014
Si 15.085 58.753 6.851 0.007 0.027 -0.027
Si 12.347 61.526 6.885 -0.022 0.022 -0.017
Si 15.112 64.279 6.88 0.003 -0.027 -0.024
Si 0.039 2.785 8.272 0.001 -0.008 0
Si 2.777 0.019 8.245 0.001 0.014 0.003
Si 0.005 8.26 8.288 -0.022 -0.026 0.011
Si 2.744 5.544 8.26 -0.019 -0.043 0.003
Si 0.018 13.695 8.281 -0.026 0.024 0.01
Si 2.749 10.999 8.281 0.03 0.054 0.022
Si 0.001 19.172 8.258 -0.008 0.01 0.002
Si 2.761 16.426 8.266 -0.011 0.055 -0.002
Si -0.03 24.659 8.226 -0.01 -0.02 -0.006
Si 2.734 21.904 8.252 -0.001 0.016 0.004
Si -0.017 30.109 8.242 0.025 0.013 0.001
Si 2.712 27.374 8.224 -0.023 -0.008 0.004
Si -0.006 35.527 8.278 -0.044 -0.029 0.004
Si 2.716 32.83 8.246 0.007 0.012 0
Si -0.021 41.011 8.273 0.031 0.006 -0.001
Si 2.727 38.256 8.298 -0.022 -0.021 0.009
Si -0.01 46.466 8.248 0.025 0.001 0.001
Si 2.751 43.735 8.249 -0.014 0.004 -0.003
Si 0.016 51.896 8.238 -0.014 0.035 0.004
Si 2.757 49.174 8.233 0.003 0.001 -0.008
Si 0.032 57.372 8.212 -0.011 0.014 0.003
Si 2.761 54.63 8.23 -0.005 0.02 0.006
Si 0.069 62.883 8.219 -0.016 0.012 -0.007
Si 2.774 60.129 8.215 -0.018 0.028 -0.001
Si 5.488 2.787 8.239 0.006 -0.004 0.018
Si 8.222 0.022 8.247 -0.01 -0.004 0.011
Si 5.476 8.278 8.279 0.002 -0.005 0.002
Si 8.223 5.525 8.25 0.002 0.002 0.01
Si 5.475 13.705 8.275 0.02 0.026 0.008
Si 8.189 10.991 8.284 0.007 -0.042 -0.007
Si 5.463 19.148 8.251 -0.001 0.042 -0.003
Si 8.194 16.409 8.266 -0.034 0.007 0.005
Si 5.448 24.641 8.216 -0.024 -0.019 0.005
Si 8.173 21.898 8.235 -0.007 0.003 0.018
Si 5.446 30.1 8.221 -0.008 0.007 -0.01
Si 8.169 27.377 8.216 -0.019 -0.002 0.012
Si 5.463 35.527 8.264 -0.004 0.015 0.006
Si 8.184 32.787 8.242 -0.024 -0.002 -0.005
Si 5.475 40.992 8.281 -0.01 0.013 0.017
Si 8.183 38.25 8.256 0.011 -0.006 0.013
Si 5.509 46.446 8.213 -0.02 0.012 -0.022
Si 8.207 43.727 8.252 0.02 -0.003 -0.004
Si 5.502 51.899 8.206 -0.017 0.003 -0.015
Si 8.239 49.153 8.199 -0.026 0.033 -0.014
Si 5.493 57.392 8.226 0.015 0.011 -0.01
Si 8.215 54.642 8.212 -0.022 -0.026 0.002
Si 5.493 62.888 8.241 -0.024 -0.001 -0.002
Si 8.227 60.132 8.241 0.003 0.027 -0.001
Si 10.967 2.789 8.265 0.046 0.01 0.023
Si 13.724 0.028 8.24 0.005 -0.01 -0.013
Si 10.941 8.245 8.281 0.008 -0.003 -0.003
Si 13.689 5.522 8.296 -0.035 -0.026 0.011
Si 10.929 13.685 8.278 -0.014 0.018 -0.015
Si 13.681 10.956 8.279 -0.018 0.013 -0.004
Si 10.908 19.16 8.248 0.021 -0.005 0.005
Si 13.659 16.425 8.27 -0.024 -0.004 0.012
Si 10.894 24.658 8.225 -0.008 0.001 0
Si 13.658 21.928 8.243 0.027 0.039 0.022
Si 10.905 30.092 8.222 -0.008 -0.012 -0.002
Si 13.622 27.394 8.241 0.04 -0.02 0.007
Si 10.918 35.52 8.266 0.009 0.005 0.001
Si 13.652 32.794 8.255 -0.037 -0.056 0.012
Si 10.907 40.998 8.26 0.023 -0.034 -0.008
Si 13.661 38.254 8.273 0.024 0.049 -0.01
Si 10.929 46.451 8.234 0.017 0.013 -0.011
Si 13.628 43.734 8.264 -0.019 -0.036 0.002
Si 10.958 51.886 8.195 -0.017 0.031 0
Si 13.665 49.172 8.238 0.028 0.002 0.011
Si 10.964 57.39 8.225 -0.025 -0.003 0.015
Si 13.686 54.622 8.209 -0.027 0 0.016
Si 10.975 62.899 8.246 0.027 0.026 0.013
Si 13.717 60.133 8.219 -0.026 -0.03 0.01
Si 1.398 4.165 9.632 0.01 0.006 0.001
Si 4.133 1.407 9.605 0.014 -0.028 -0.007
Si 1.378 9.63 9.643 0.003 -0.007 -0.012
Si 4.11 6.906 9.637 0.017 0.006 0.003
Si 1.371 15.079 9.639 0.011 -0.014 -0.005
Si 4.101 12.359 9.654 -0.045 -0.012 -0.009
Si 1.35 20.552 9.627 -0.003 -0.01 -0.004
Si 4.091 17.808 9.643 0.006 -0.024 -0.002
Si 1.335 26.023 9.601 0.011 -0.003 0.002
Si 4.08 23.291 9.612 -0.007 -0.017 0.006
Si 1.353 31.472 9.62 -0.009 0 -0.002
Si 4.077 28.744 9.6 0.001 0 -0.004
Si 1.36 36.892 9.655 0.008 0.01 0.018
Si 4.09 34.183 9.637 -0.001 0.008 -0.001
Si 1.372 42.369 9.615 -0.009 0.01 0.009
Si 4.102 39.63 9.643 -0.011 0.023 0.002
Si 1.366 47.83 9.599 -0.014 -0.009 -0.001
Si 4.126 45.099 9.598 -0.005 -0.028 -0.009
Si 1.368 53.289 9.591 0.015 -0.005 0.008
Si 4.117 50.559 9.582 -0.025 0.003 -0.002
Si 1.393 58.759 9.569 0.002 0.009 0.003
Si 4.121 56.02 9.585 -0.003 0.002 0.004
Si 1.41 64.27 9.601 0.003 0.004 -0.005
Si 4.126 61.508 9.592 0.021 0.001 -0.001
Si 6.851 4.16 9.609 0.016 -0.01 -0.004
Si 9.589 1.407 9.6 0.016 0.003 -0.006
Si 6.834 9.628 9.662 0.004 0.017 -0.002
Si 9.575 6.881 9.642 0.013 -0.014 -0.002
Si 6.822 15.07 9.651 0.002 -0.017 -0.001
Si 9.557 12.342 9.663 0.009 0.018 -0.006
Si 6.805 20.541 9.616 -0.01 -0.011 -0.009
Si 9.542 17.8 9.625 -0.001 0.003 -0.006
Si 6.806 26.012 9.595 0.037 0.001 -0.005
Si 9.531 23.284 9.596 0.009 -0.034 0.004
Si 6.809 31.451 9.619 0.033 0.002 0.009
Si 9.535 28.736 9.602 0.007 -0.001 -0.009
Si 6.825 36.895 9.638 -0.003 -0.001 0.007
Si 9.547 34.161 9.624 0.029 0.01 0.002
Si 6.845 42.359 9.627 -0.021 -0.02 0.003
Si 9.553 39.615 9.624 -0.017 0.034 0.001
Si 6.856 47.819 9.583 -0.008 -0.025 -0.016
Si 9.571 45.087 9.611 -0.025 -0.022 -0.01
Si 6.848 53.281 9.58 -0.009 0.018 0.016
Si 9.577 50.546 9.571 0.016 -0.026 -0.015
Si 6.856 58.762 9.597 0.01 -0.012 0.011
Si 9.584 56.018 9.575 0.039 -0.005 0.003
Si 6.856 64.271 9.597 0.02 0.002 -0.001
Si 9.599 61.517 9.594 0.009 -0.002 0.008
Si 12.324 4.151 9.643 -0.003 0.006 0.006
Si 15.074 1.406 9.618 -0.012 0.003 0.001
Si 12.307 9.606 9.652 0.005 -0.002 -0.003
Si 15.055 6.894 9.654 0.009 0.007 -0.004
Si 12.29 15.061 9.644 0.014 -0.006 -0.001
Si 15.044 12.334 9.643 0.029 -0.002 -0.003
Si 12.276 20.553 9.596 0.014 -0.003 -0.005
Si 15.019 17.816 9.623 -0.007 0.005 0.003
Si 12.258 26.019 9.605 0.008 -0.007 0.006
Si 15.011 23.3 9.609 -0.019 -0.025 0.014
Si 12.277 31.44 9.619 0.016 0.028 0.003
Si 15.009 28.751 9.609 -0.03 0.02 -0.003
Si 12.287 36.89 9.63 -0.024 0 0.014
Si 15.025 34.164 9.632 0.025 0.023 -0.002
Si 12.28 42.35 9.63 0.019 0.026 0.002
Si 15.033 39.625 9.631 0.021 -0.004 0.012
Si 12.29 47.819 9.6 0.014 -0.009 0.001
Si 15.019 45.095 9.61 0.012 -0.025 -0.004
Si 12.301 53.275 9.57 0.023 -0.018 0.009
Si 15.029 50.553 9.593 0.018 -0.003 -0.005
Si 12.336 58.766 9.58 0.004 0.023 0.008
Si 15.047 56.014 9.567 0.027 -0.015 -0.005
Si 12.342 64.285 9.593 -0.02 -0.023 0.006
Si 15.086 61.514 9.575 0.002 0.008 -0.008
Si 0.046 0.03 10.962 -0.017 -0.013 -0.006
Si 2.779 2.792 10.977 -0.015 -0.005 0.004
Si 0.036 5.535 11.001 -0.027 -0.026 0.01
Si 2.747 8.271 11.013 -0.04 -0.001 0.002
Si 0.008 10.983 11.019 -0.021 0.014 0.003
Si 2.725 13.716 11.018 0.018 0.011 0.012
Si -0.023 16.445 10.993 -0.009 0.017 0
Si 2.702 19.177 11 0.006 0 -0.001
Si -0.038 21.928 10.98 0.008 0.003 0.003
Si 2.692 24.654 10.975 -0.019 0.017 -0.001
Si -0.025 27.394 10.981 -0.016 -0.003 0
Si 2.732 30.121 10.989 -0.039 0.014 -0.008
Si 0.005 32.832 11.014 0 -0.019 -0.005
Si 2.751 35.559 11.027 -0.008 -0.031 0.011
Si -0.002 38.273 11.008 -0.016 0.004 0.006
Si 2.729 40.998 10.994 -0.007 -0.013 0.008
Si -0.018 43.72 10.966 0.027 -0.001 -0.006
Si 2.736 46.46 10.951 -0.015 0.011 -0.01
Si -0.012 49.196 10.954 0.008 -0.003 -0.013
Si 2.739 51.926 10.942 0.002 0.02 -0.014
Si -0.002 54.667 10.949 -0.013 0.02 0.001
Si 2.75 57.394 10.944 -0.008 0.011 -0.01
Si 0.029 60.126 10.94 0.018 0.001 -0.001
Si 2.77 62.888 10.959 -0.008 0.003 -0.003
Si 5.501 0.029 10.956 -0.006 -0.001 0.006
Si 8.226 2.788 10.96 -0.002 -0.02 -0.004
Si 5.493 5.533 10.989 -0.002 -0.019 0.01
Si 8.208 8.249 11.013 0.002 -0.005 0.009
Si 5.453 10.985 11.025 0.011 0.018 0.001
Si 8.176 13.707 11.025 -0.002 0.032 0.004
Si 5.447 16.439 11.014 0.013 0.025 0.005
Si 8.169 19.177 10.985 -0.007 0.032 0.003
Si 5.433 21.915 10.985 -0.009 0.002 0
Si 8.169 24.651 10.975 -0.025 -0.017 -0.004
Si 5.439 27.377 10.974 -0.012 0.006 -0.009
Si 8.179 30.098 10.99 -0.017 0.007 -0.008
Si 5.472 32.835 11.009 -0.013 -0.019 -0.001
Si 8.201 35.54 11.007 -0.003 0.002 0.006
Si 5.47 38.27 11.011 -0.022 0.009 0.003
Si 8.194 40.978 10.994 0.021 0.026 0.007
Si 5.467 43.722 10.977 -0.02 0.006 -0.003
Si 8.198 46.452 10.961 0.009 -0.004 -0.012
Si 5.485 49.196 10.942 0.001 -0.003 -0.009
Si 8.22 51.924 10.947 -0.007 -0.001 -0.003
Si 5.488 54.653 10.95 0.001 -0.006 -0.012
Si 8.228 57.389 10.952 -0.025 0.018 -0.011
Si 5.491 60.14 10.957 -0.009 0.037 -0.008
Si 8.227 62.898 10.951 -0.001 0.015 -0.002
Si 10.966 0.036 10.95 0.008 0.012 -0.003
Si 13.708 2.785 10.984 -0.032 -0.005 0.007
Si 10.954 5.52 11 0.02 -0.008 0.009
Si 13.685 8.254 11.019 -0.017 0.001 0.015
Si 10.932 10.969 11.02 -0.006 -0.001 -0.001
Si 13.662 13.693 11.012 -0.006 0.008 -0.003
Si 10.906 16.437 10.997 -0.002 0.023 -0.002
Si 13.638 19.195 10.975 -0.029 0.009 0.003
Si 10.897 21.916 10.963 0.014 0.029 0.001
Si 13.628 24.657 10.975 0.022 0.005 0.004
Si 10.897 27.376 10.986 -0.003 -0.002 -0.008
Si 13.655 30.1 11.003 0.02 -0.008 -0.005
Si 10.933 32.822 10.994 -0.018 -0.037 -0.009
Si 13.666 35.541 10.997 -0.011 -0.003 -0.007
Si 10.919 38.25 11 0.023 0.011 0.009
Si 13.654 40.978 10.99 0 -0.011 0.002
Si 10.912 43.71 10.988 0.03 0.009 0
Si 13.645 46.455 10.973 0.005 0.021 -0.009
Si 10.931 49.199 10.955 -0.01 0.016 -0.014
Si 13.661 51.93 10.951 0.019 0.023 0.003
Si 10.946 54.653 10.945 -0.038 0.004 0.009
Si 13.689 57.384 10.946 0 -0.002 0.007
Si 10.973 60.139 10.945 0.018 -0.02 -0.005
Si 13.717 62.899 10.933 -0.004 0.006 -0.011
Si 1.408 1.419 12.327 0.004 -0.016 -0.013
Si 4.136 4.165 12.359 0.008 -0.003 0.006
Si 1.391 6.906 12.379 0.028 -0.001 0.005
Si 4.097 9.627 12.409 0.01 0.01 0.012
Si 1.367 12.348 12.393 -0.015 0.012 -0.007
Si 4.066 15.09 12.39 -0.011 -0.007 -0.016
Si 1.313 17.828 12.373 0.001 -0.015 0.002
Si 4.048 20.566 12.363 -0.003 -0.001 -0.003
Si 1.309 23.305 12.353 0.003 -0.03 -0.005
Si 4.055 26.024 12.344 -0.013 -0.028 -0.001
Si 1.348 28.77 12.351 0.066 0.021 -0.007
Si 4.105 31.478 12.379 -0.003 0.017 -0.007
Si 1.385 34.199 12.39 -0.032 0.02 0.01
Si 4.107 36.939 12.41 0.043 0.021 0.011
Si 1.374 39.634 12.377 -0.007 0.016 0.002
Si 4.109 42.353 12.351 -0.017 0.019 -0.004
Si 1.353 45.095 12.307 0.005 -0.023 -0.012
Si 4.096 47.844 12.301 -0.014 -0.027 -0.017
Si 1.348 50.579 12.3 0.004 -0.007 -0.001
Si 4.094 53.303 12.303 -0.021 -0.03 0.006
Si 1.36 56.047 12.309 0.035 0.023 0.002
Si 4.119 58.762 12.309 0.002 0.002 -0.004
Si 1.395 61.501 12.3 -0.017 -0.007 -0.016
Si 4.142 64.273 12.311 0.023 0.025 -0.008
Si 6.857 1.42 12.309 0.04 -0.003 -0.004
Si 9.578 4.154 12.345 -0.012 -0.013 0
Si 6.841 6.892 12.389 0.029 0.021 0.002
Si 9.566 9.606 12.394 0.044 0.019 -0.012
Si 6.797 12.354 12.397 -0.01 -0.048 -0.018
Si 9.533 15.085 12.382 -0.016 -0.014 -0.013
Si 6.803 17.823 12.367 -0.004 -0.004 -0.027
Si 9.526 20.561 12.343 -0.014 -0.064 -0.005
Si 6.793 23.294 12.346 0.029 0 0
Si 9.529 26.013 12.363 0.013 0.025 0.014
Si 6.804 28.739 12.358 0.023 0.003 0.004
Si 9.551 31.474 12.353 0.044 0.038 -0.006
Si 6.83 34.212 12.397 0.004 -0.025 0.005
Si 9.565 36.895 12.396 0.003 -0.014 0.007
Si 6.845 39.618 12.383 -0.033 0.014 0.005
Si 9.557 42.335 12.359 -0.06 -0.047 -0.013
Si 6.833 45.088 12.329 0.008 0.013 -0.014
Si 9.556 47.834 12.305 -0.02 -0.015 -0.028
Si 6.839 50.571 12.313 -0.024 0.005 -0.005
Si 9.577 53.301 12.324 0.028 0.013 -0.002
Si 6.864 56.016 12.316 0.006 -0.003 0.013
Si 9.604 58.762 12.307 0.018 0.032 0.004
Si 6.862 61.52 12.311 -0.018 -0.021 0.001
Si 9.586 64.296 12.299 0.02 -0.029 0.012
Si 12.319 1.418 12.321 0.025 -0.013 -0.001
Si 15.077 4.162 12.349 0.019 0.008 -0.009
Si 12.321 6.881 12.371 -0.022 -0.005 -0.01
Si 15.05 9.622 12.388 0.021 0.01 -0.023
Si 12.301 12.326 12.394 -0.011 0.021 -0.01
Si 15.021 15.076 12.369 -0.005 -0.011 0.007
Si 12.26 17.836 12.34 0.038 -0.01 -0.004
Si 14.984 20.576 12.352 0.024 0.019 0.011
Si 12.246 23.291 12.338 -0.029 -0.049 0
Si 14.997 26.028 12.34 -0.02 -0.003 -0.002
Si 12.278 28.728 12.359 -0.011 0 0.003
Si 15.03 31.476 12.373 -0.02 -0.026 0.008
Si 12.302 34.189 12.373 0.02 0.036 0.014
Si 15.027 36.916 12.365 0.039 -0.007 -0.008
Si 12.293 39.608 12.362 0.017 0.027 0.002
Si 15.04 42.336 12.342 -0.003 0.054 0.002
Si 12.276 45.083 12.335 -0.014 -0.04 -0.003
Si 15.006 47.848 12.311 0.052 -0.002 0.005
Si 12.281 50.583 12.32 -0.01 -0.056 0.006
Si 15.012 53.319 12.308 0.022 -0.007 0.005
Si 12.305 56.028 12.318 0.004 -0.021 -0.006
Si 15.064 58.755 12.308 -0.032 0.009 -0.012
Si 12.347 61.522 12.289 -0.004 0.041 0.003
Si 15.069 64.283 12.3 0.015 -0.007 -0.007
Si 0.059 2.809 13.7 -0.04 -0.028 0.025
Si 2.793 0.043 13.659 -0.031 0.001 0.012
Si 0.025 8.273 13.752 -0.065 0.022 -0.018
Si 2.78 5.549 13.733 -0.054 -0.011 -0.015
Si -0.025 13.7 13.749 0.025 0.01 0.004
Si 2.735 11.002 13.785 -0.02 0.001 -0.012
Si -0.067 19.213 13.732 -0.028 -0.014 0.006
Si 2.664 16.445 13.739 0.027 0.023 0.002
Si -0.067 24.671 13.726 0.031 -0.008 0.003
Si 2.657 21.934 13.725 -0.015 0.005 0.016
Si 0.004 30.136 13.747 -0.048 0.042 0.024
Si 2.707 27.407 13.72 -0.061 0.037 -0.019
Si 0.02 35.593 13.73 -0.055 0.005 -0.023
Si 2.784 32.872 13.77 0.034 -0.118 0.021
Si -0.012 40.973 13.741 0.058 -0.048 0.015
Si 2.75 38.318 13.789 -0.036 0.024 0.007
Si -0.031 46.471 13.642 -0.002 0.013 0.003
Si 2.706 43.718 13.673 -0.048 0.038 -0.011
Si -0.038 51.943 13.65 0.026 -0.008 -0.037
Si 2.722 49.222 13.651 -0.036 0.005 0.01
Si 0.006 57.401 13.711 0.039 -0.009 0.041
Si 2.714 54.669 13.658 0 0.022 -0.021
Si 0.025 62.887 13.636 -0.016 0.031 0.001
Si 2.748 60.125 13.675 0.008 0.022 0.03
Si 5.526 2.795 13.702 0.01 -0.07 -0.004
Si 8.219 0.055 13.664 -0.053 0.048 -0.001
Si 5.463 8.248 13.774 0.012 -0.005 0.002
Si 8.231 5.521 13.735 0.009 -0.048 0.007
Si 5.422 13.725 13.766 -0.002 0.017 0.032
Si 8.157 10.962 13.736 -0.004 0.071 -0.006
Si 5.418 19.191 13.715 0.028 -0.023 0.003
Si 8.16 16.463 13.748 -0.007 0.017 0.06
Si 5.403 24.644 13.714 -0.01 0.047 -0.013
Si 8.166 21.938 13.713 -0.038 0.022 -0.009
Si 5.466 30.112 13.752 -0.014 0.004 0.024
Si 8.152 27.371 13.735 -0.005 -0.008 -0.014
Si 5.503 35.614 13.79 -0.081 -0.016 0.007
Si 8.223 32.854 13.747 -0.013 -0.049 -0.014
Si 5.484 40.998 13.735 0.006 -0.045 -0.01
Si 8.201 38.258 13.78 0.014 0.041 -0.021
Si 5.457 46.473 13.658 -0.024 0.013 0.006
Si 8.182 43.709 13.7 0.029 0.022 0.02
Si 5.458 51.942 13.667 -0.01 0.018 0.003
Si 8.207 49.203 13.67 0.064 -0.08 0.012
Si 5.488 57.385 13.66 -0.022 0.045 -0.018
Si 8.223 54.663 13.712 -0.006 0.007 0.014
Si 5.504 62.899 13.678 0.032 0.002 0.032
Si 8.242 60.143 13.655 0.003 -0.014 -0.009
Si 10.952 2.787 13.695 0.01 0.019 0.02
Si 13.711 0.054 13.652 -0.038 -0.005 0.015
Si 10.956 8.237 13.748 -0.003 0.006 0.015
Si 13.718 5.532 13.721 0.004 -0.021 0.011
Si 10.896 13.695 13.723 0.04 -0.013 0.01
Si 13.678 10.963 13.775 0.018 -0.025 0.043
Si 10.875 19.187 13.717 -0.034 0.075 0.011
Si 13.632 16.472 13.692 -0.06 0.038 -0.035
Si 10.897 24.648 13.738 0.044 -0.032 -0.002
Si 13.596 21.936 13.721 -0.001 0.021 -0.003
Si 10.919 30.112 13.71 -0.011 -0.001 -0.022
Si 13.638 27.363 13.742 0.035 0.029 0.008
Si 10.956 35.55 13.77 0.007 -0.05 -0.025
Si 13.686 32.853 13.751 -0.008 -0.025 0
Si 10.908 40.948 13.723 0.053 0.06 -0.001
Si 13.659 38.261 13.752 -0.026 0.012 0.015
Si 10.895 46.463 13.673 -0.016 0.077 0.015
Si 13.641 43.693 13.673 0.083 -0.021 -0.015
Si 10.942 51.959 13.71 -0.046 0.012 0.007
Si 13.631 49.212 13.68 -0.002 0.026 0.003
Si 10.944 57.39 13.699 -0.017 0.014 0.007
Si 13.66 54.676 13.707 -0.004 0.027 -0.01
Si 10.974 62.915 13.622 0.007 -0.032 -0.025
Si 13.701 60.137 13.655 0.043 -0.032 -0.006
Si 1.416 4.19 15.084 0.036 0.042 0.004
Si 4.158 1.417 15.038 0.042 -0.023 0.01
Si 1.38 9.624 15.145 0.019 -0.017 0.055
Si 4.124 6.879 15.169 -0.025 0.032 0.059
Si 1.306 15.078 15.131 -0.035 -0.03 0.089
Si 4.063 12.386 15.181 0.064 -0.006 0.073
Si 1.257 20.612 15.116 0.079 0.045 0.017
Si 4.017 17.843 15.069 -0.055 0.013 0.014
Si 1.306 26.061 15.065 0.06 0.031 0.033
Si 4.022 23.295 15.093 -0.021 -0.034 0.041
Si 1.401 31.511 15.119 0.019 0.009 0.003
Si 4.088 28.741 15.12 -0.015 0.019 0.057
Si 1.346 36.968 15.135 -0.016 -0.054 0.027
Si 4.135 34.276 15.161 0.073 0.078 0.004
Si 1.366 42.355 15.077 0.024 0.069 0.005
Si 4.141 39.684 15.166 0.021 0.019 0.07
Si 1.324 47.862 14.982 0.034 -0.019 -0.052
Si 4.075 45.101 14.992 -0.03 -0.012 0.009
Si 1.313 53.316 15.002 0.01 -0.015 0.02
Si 4.072 50.592 15.031 0.005 -0.006 0.023
Si 1.378 58.781 15.083 0.021 0.013 0.052
Si 4.09 56.031 15.007 -0.025 -0.032 0.034
Si 1.406 64.273 14.957 -0.006 -0.005 -0.015
Si 4.134 61.497 15.016 -0.033 -0.033 -0.03
Si 6.87 4.16 15.105 0.082 0.039 0.056
Si 9.559 1.433 15.048 -0.01 -0.051 0.06
Si 6.808 9.622 15.148 0.016 0.033 0.054
Si 9.599 6.875 15.12 0.016 0.014 0.017
Si 6.776 15.108 15.119 0.01 -0.019 -0.004
Si 9.517 12.323 15.083 -0.06 -0.047 -0.025
Si 6.784 20.576 15.061 -0.002 0.01 0.037
Si 9.522 17.834 15.125 -0.003 -0.009 0.016
Si 6.749 26.011 15.092 -0.004 -0.039 0.033
Si 9.51 23.301 15.113 -0.011 -0.005 0.058
Si 6.858 31.492 15.102 0.033 0.037 -0.014
Si 9.542 28.755 15.065 0.046 0.043 0.022
Si 6.86 36.954 15.228 -0.051 -0.009 0.106
Si 9.591 34.202 15.151 0.048 0.022 0.05
Si 6.856 42.342 15.104 0.023 0.001 0.039
Si 9.588 39.584 15.151 -0.07 -0.013 0.063
Si 6.815 47.848 15.016 0.01 0.026 0.037
Si 9.526 45.103 15.039 -0.072 -0.046 -0.022
Si 6.813 53.303 15.047 -0.02 -0.017 0.047
Si 9.566 50.572 15.039 0.015 0 -0.011
Si 6.896 58.732 15 0.014 0.029 0.011
Si 9.598 56.02 15.11 -0.012 0.01 0.074
Si 6.863 64.311 15.028 -0.018 -0.009 0.019
Si 9.608 61.552 14.983 0.058 0.036 0.013
Si 12.342 4.153 15.048 -0.009 -0.017 -0.007
Si 15.073 1.437 15.024 0.014 0.029 -0.076
Si 12.335 9.56 15.145 -0.027 0.016 0.018
Si 15.073 6.906 15.109 0.037 -0.024 0.036
Si 12.256 15.108 15.033 0.027 0.009 0.024
Si 15.049 12.329 15.147 -0.019 0.028 0.029
Si 12.218 20.568 15.085 -0.034 -0.066 0.041
Si 14.956 17.845 15.085 0.019 -0.042 0.068
Si 12.279 25.984 15.134 -0.119 0.017 0.038
Si 14.918 23.343 15.096 -0.045 -0.061 0.003
Si 12.287 31.477 15.079 0.026 0.009 -0.02
Si 15.02 28.75 15.08 -0.006 -0.059 0.024
Si 12.311 36.914 15.16 0.036 -0.016 0.061
Si 15.08 34.238 15.102 0.049 0.087 -0.002
Si 12.29 42.312 15.043 -0.041 -0.053 -0.002
Si 15.029 39.608 15.131 0.026 0.047 -0.002
Si 12.257 47.83 15.028 -0.09 -0.047 0.002
Si 14.994 45.103 14.984 0.008 -0.013 0.005
Si 12.299 53.329 15.108 -0.014 -0.012 0.098
Si 14.975 50.62 15.023 0.037 -0.008 0.031
Si 12.322 58.784 15.025 -0.01 0.03 0.026
Si 15.029 56.033 15.083 -0.057 0 0.05
Si 12.32 64.309 14.972 0.045 0.002 -0.007
Si 15.076 61.511 15.006 -0.016 0.015 0.037
Si 0.073 0.048 16.29 0.034 -0.142 0.059
Si 2.857 2.851 16.389 -0.128 -0.084 -0.031
Si 0.069 5.58 16.464 -0.072 0.005 0.217
Si 2.747 8.271 16.534 0.02 0.007 0.178
Si 0.032 10.966 16.555 -0.038 -0.019 -0.07
Si 2.655 13.737 16.574 -0.053 0.049 -0.075
Si -0.099 16.466 16.451 -0.072 0.011 0.038
Si 2.651 19.228 16.431 0.077 -0.102 -0.001
Si -0.179 21.978 16.464 -0.018 0.019 0.044
Si 2.663 24.713 16.427 -0.1 0.055 0.035
Si -0.062 27.38 16.486 0.098 0.099 0.021
Si 2.738 30.119 16.493 -0.003 0.003 0.085
Si 0.139 32.996 16.47 -0.142 -0.014 -0.041
Si 2.747 35.677 16.52 0.003 0.083 -0.035
Si -0.025 38.283 16.567 0.058 -0.046 0.055
Si 2.784 41.091 16.516 -0.069 -0.069 -0.014
Si -0.08 43.729 16.335 0.039 0.022 0.123
Si 2.705 46.497 16.304 -0.027 -0.059 0.08
Si -0.087 49.209 16.309 -0.024 0.131 0.029
Si 2.671 51.974 16.359 -0.067 0.029 0.038
Si -0.073 54.582 16.441 0.101 0.112 0.014
Si 2.736 57.349 16.416 0.062 0.059 0.084
Si 0.034 60.205 16.454 -0.036 -0.015 -0.056
Si 2.74 62.892 16.325 0.007 0.062 0.003
Si 5.478 0.021 16.427 0.067 0.105 0.154
Si 8.25 2.819 16.488 -0.065 0.017 0.112
Si 5.513 5.495 16.526 0.041 -0.013 -0.08
Si 8.17 8.205 16.476 0.13 0.015 0.038
Si 5.454 11.016 16.54 -0.112 -0.012 0.163
Si 8.166 13.72 16.445 -0.078 -0.002 0.145
Si 5.35 16.477 16.449 0.016 0.009 0.022
Si 8.152 19.261 16.46 -0.012 0.017 0.073
Si 5.376 21.888 16.442 0.033 0.056 -0.007
Si 8.074 24.631 16.466 0.039 0.078 -0.002
Si 5.42 27.359 16.524 0.023 -0.022 -0.002
Si 8.205 30.105 16.469 0.014 0.01 0.032
Si 5.61 32.959 16.468 -0.085 -0.131 0.057
Si 8.306 35.606 16.581 -0.017 -0.172 -0.085
Si 5.502 38.365 16.622 0.025 0.058 0.15
Si 8.267 41.001 16.499 -0.089 -0.049 0.111
Si 5.41 43.722 16.366 0.051 0.135 0.003
Si 8.112 46.439 16.394 0.086 0.011 0.121
Si 5.467 49.237 16.378 -0.069 -0.068 -0.003
Si 8.156 51.894 16.39 0.017 0.074 -0.055
Si 5.427 54.682 16.401 0.045 -0.064 0.007
Si 8.195 57.379 16.462 -0.002 0.015 0.008
Si 5.548 60.112 16.321 -0.069 -0.102 0.032
Si 8.301 62.98 16.34 -0.019 -0.097 -0.088
Si 10.946 0.038 16.339 0.051 0.066 -0.037
Si 13.712 2.804 16.406 -0.027 0.062 0.135
Si 11.049 5.537 16.454 -0.132 -0.058 0.045
Si 13.731 8.208 16.565 0.025 0.018 -0.008
Si 10.853 10.896 16.407 0.071 0.052 0.041
Si 13.62 13.762 16.383 -0.018 0.017 0.071
Si 10.893 16.416 16.46 0.006 0.009 0.048
Si 13.528 19.162 16.457 -0.07 0.182 -0.005
Si 10.897 21.958 16.491 -0.013 -0.076 -0.008
Si 13.617 24.656 16.609 0.093 -0.05 0.062
Si 10.876 27.375 16.424 0.059 -0.024 0.01
Si 13.675 30.139 16.42 -0.067 -0.017 -0.019
Si 10.943 32.797 16.504 -0.04 0.089 0.074
Si 13.727 35.573 16.509 -0.015 -0.034 0.083
Si 10.918 38.209 16.59 0.127 0.058 0.018
Si 13.592 40.922 16.458 -0.026 0.15 0.081
Si 10.941 43.737 16.334 -0.019 -0.116 0.001
Si 13.585 46.41 16.356 0.081 0.036 0.03
Si 10.949 49.235 16.412 -0.055 -0.011 0.137
Si 13.667 51.972 16.496 -0.051 -0.079 0.003
Si 10.964 54.677 16.541 0.027 0.028 0.056
Si 13.679 57.453 16.433 0.023 -0.093 0.019
Si 10.952 60.178 16.352 0.012 0.019 0.083
Si 13.68 62.915 16.288 -0.007 0.031 0.062
Si 1.485 1.418 17.603 0.117 0.046 -0.187
Si 4.178 4.125 17.906 0.033 -0.048 0.135
Si 1.427 6.899 17.964 -0.183 -0.043 0.053
Si 4.069 9.662 17.95 0.054 0.107 -0.081
Si 1.326 12.339 17.989 0.112 -0.051 0.067
Si 3.959 15.204 17.905 0.101 0.062 0.062
Si 1.237 17.901 17.767 -0.058 -0.054 -0.103
Si 3.99 20.572 17.841 0.004 -0.155 0.113
Si 1.135 23.492 17.742 0.09 0.182 -0.048
Si 4.047 25.956 17.907 -0.068 -0.082 0.103
Si 1.335 28.703 17.87 0.001 -0.1 0.038
Si 4.155 31.625 17.704 0.124 0.123 -0.267
Si 1.427 34.405 17.982 -0.137 -0.008 0.068
Si 4.037 37.031 17.972 -0.151 0.049 -0.029
Si 1.376 39.734 17.828 0.103 0.01 -0.165
Si 4.145 42.496 17.912 -0.018 -0.031 0.092
Si 1.309 45.131 17.623 0.032 -0.053 -0.235
Si 4.091 47.834 17.669 0.09 -0.015 -0.113
Si 1.237 50.611 17.654 -0.054 0.022 -0.177
Si 4.001 53.357 17.751 -0.138 0.115 -0.074
Si 1.285 55.966 17.756 0.004 -0.101 -0.216
Si 4.239 58.685 17.706 0.121 -0.098 -0.06
Si 1.444 61.594 17.793 -0.022 0.018 0.103
Si 4.051 64.225 17.734 -0.056 0.004 -0.088
Si 6.82 1.439 17.821 -0.063 -0.149 0.117
Si 9.691 4.22 17.841 0.162 0.007 -0.112
Si 6.846 6.867 17.911 -0.088 0.086 -0.013
Si 9.577 9.486 17.852 0.007 -0.023 -0.025
Si 6.824 12.416 17.894 0.103 0.09 0.068
Si 9.505 15.076 17.835 0.055 -0.109 -0.05
Si 6.685 17.921 17.74 -0.119 0.108 -0.052
Si 9.553 20.601 17.877 -0.006 0.011 0.024
Si 6.732 23.208 17.838 0.059 -0.075 -0.018
Si 9.402 26.082 17.779 -0.063 0.06 -0.068
Si 6.829 28.755 17.837 0.007 -0.009 -0.116
Si 9.567 31.429 17.896 -0.049 0.051 -0.096
Si 7.016 34.246 17.972 0.115 -0.111 0.081
Si 9.657 36.841 18.102 -0.001 0.009 0.153
Si 6.949 39.732 18.017 0.034 -0.044 0.074
Si 9.692 42.399 17.772 0.213 -0.075 -0.07
Si 6.708 45.045 17.768 -0.146 0.079 -0.051
Si 9.498 47.856 17.674 -0.125 0.027 -0.205
Si 6.756 50.621 17.81 0.112 -0.02 0.058
Si 9.535 53.179 17.777 0.046 -0.061 -0.223
Si 6.811 55.956 17.835 -0.001 0.06 -0.111
Si 9.591 58.824 17.742 0.124 -0.011 -0.081
Si 6.913 61.572 17.578 0.069 0.054 -0.241
Si 9.641 64.336 17.766 -0.078 0.027 0.102
Si 12.291 1.404 17.69 -0.143 0.027 -0.171
Si 15.078 4.208 17.786 0.044 0.172 -0.21
Si 12.422 6.781 17.955 0.156 -0.162 0.082
Si 15.095 9.598 17.938 0.171 -0.202 0.118
Si 12.181 12.384 17.62 -0.173 0.105 -0.181
Si 14.921 15.11 17.843 -0.052 0.084 0.006
Si 12.221 17.758 17.877 0.082 -0.058 -0.046
Si 14.782 20.622 17.815 -0.115 -0.032 -0.177
Si 12.193 23.279 17.984 -0.055 -0.078 0.128
Si 15.009 26.083 17.976 0.013 0.006 0.049
Si 12.291 28.729 17.755 0.021 -0.074 -0.118
Si 15.137 31.565 17.635 0.108 0.021 -0.18
Si 12.368 34.161 17.833 0.08 0.088 -0.279
Si 15.036 36.892 18.021 -0.101 -0.085 0.211
Si 12.29 39.55 17.954 0.013 -0.092 -0.006
Si 14.875 42.434 17.712 0.008 0.052 -0.208
Si 12.243 45.038 17.76 0.047 0.007 -0.007
Si 14.915 47.85 17.627 -0.055 -0.007 -0.204
Si 12.352 50.556 17.863 -0.032 -0.083 0.081
Si 15.006 53.29 17.97 0.094 0.034 0.124
Si 12.395 56.108 17.911 -0.128 -0.032 0.011
Si 15.02 58.86 17.791 -0.11 0.1 -0.014
Si 12.283 61.62 17.693 -0.043 0.051 0.102
Si 15.099 64.273 17.585 0.064 -0.079 -0.231
Si 0.112 2.758 18.884 -0.074 0.007 0.175
Si 2.69 0.054 19.057 -0.068 -0.008 0.192
Si 0.095 8.285 19.484 0.055 0.086 0.163
Si 2.842 5.468 19.307 -0.12 0.186 0.151
Si -0.144 13.723 19.215 -0.229 0.01 0.178
Si 2.729 11.03 19.457 0.147 -0.064 0.176
Si -0.243 19.229 19.038 0.157 0.108 0.292
Si 2.541 16.634 19.249 0.024 0.251 0.283
Si -0.017 24.806 19.453 0.033 -0.113 0.376
Si 2.439 22.024 18.904 0.031 0.023 0.253
Si 0.033 30.295 19.045 0.126 0.004 0.216
Si 2.685 27.305 19.329 0.028 0.194 0.396
Si 0.064 35.677 19.569 -0.185 0.115 0.064
Si 2.961 33.06 19.136 0.168 -0.226 0.309
Si -0.167 41.057 18.969 -0.02 0.095 0.138
Si 2.662 38.53 19.399 0.077 0.029 0.1
Si -0.12 46.499 18.861 0.118 -0.027 0.2
Si 2.624 43.888 19.119 -0.136 0.108 0.152
Si -0.049 51.775 19.282 0.063 -0.022 0.231
Si 2.646 49.233 18.842 0.154 0.132 0.261
Si -0.009 57.432 19.04 0.079 0.01 0.111
Si 2.588 54.63 19.203 0.01 -0.181 0.377
Si 0.01 63.045 19.098 -0.063 0.033 0.286
Si 2.942 60.145 18.968 0.05 -0.038 0.296
Si 5.427 2.708 19.365 0.228 -0.048 0.255
Si 8.296 0.1 19.119 -0.042 0.046 0.119
Si 5.445 8.239 19.275 -0.08 0.023 0.24
Si 8.292 5.552 19.233 0.085 -0.142 0.178
Si 5.374 13.865 19.244 0.011 -0.022 0.181
Si 8.239 10.911 19.172 -0.164 0.057 0.293
Si 5.381 19.2 19.291 -0.038 0.132 0.184
Si 8.083 16.578 18.992 0.138 0.024 0.25
Si 5.335 24.44 19.274 -0.226 0.122 0.236
Si 8.163 21.958 19.258 0.152 0.204 0.157
Si 5.507 30.272 19.004 -0.118 0.03 0.292
Si 8.072 27.382 19.303 0.019 -0.017 0.205
Si 5.577 35.699 19.181 -0.154 -0.084 0.107
Si 8.411 32.78 19.474 -0.059 -0.167 0.25
Si 5.613 41.261 19.378 0.219 -0.063 0.299
Si 8.386 38.334 19.496 -0.242 0.159 0.258
Si 5.275 46.421 19.155 -0.093 0.067 0.135
Si 8.241 43.733 18.994 -0.012 0.121 0.14
Si 5.301 52.001 19.127 0.055 -0.047 0.151
Si 8.086 49.13 19.094 0.111 0.103 0.122
Si 5.51 57.306 19.283 -0.036 0.083 0.304
Si 8.138 54.477 19.119 -0.134 0.042 0.273
Si 5.541 62.838 18.937 -0.034 0.002 0.204
Si 8.232 60.291 18.988 0.129 0.052 0.366
Si 11.112 2.827 19.167 -0.034 -0.007 0.281
Si 13.706 -0.013 18.863 -0.099 -0.096 0.368
Si 10.997 8.103 19.259 -0.155 0.16 0.227
Si 13.86 5.46 19.443 -0.051 0.016 0.206
Si 10.86 13.608 19.154 -0.007 -0.015 0.328
Si 13.548 11.071 18.904 -0.042 0.127 0.048
Si 10.848 19.103 19.213 -0.151 -0.138 0.194
Si 13.57 16.447 19.345 0.132 -0.099 0.336
Si 10.734 24.776 19.154 0.01 0.023 0.259
Si 13.515 21.844 19.444 0.013 -0.078 0.367
Si 10.913 29.976 19.159 -0.057 -0.098 0.225
Si 13.639 27.519 19.261 -0.157 -0.026 0.197
Si 11.092 35.321 19.409 0.12 -0.243 0.376
Si 13.818 32.805 19.055 0.084 0.025 0.161
Si 11.077 41.087 19.253 0.086 0.168 0.258
Si 13.527 38.119 19.464 0.134 -0.069 0.334
Si 10.898 46.505 18.97 -0.114 0.099 0.302
Si 13.56 43.728 19.235 -0.03 -0.152 0.267
Si 10.881 51.859 19.2 -0.126 -0.167 0.158
Si 13.731 49.084 19.22 -0.14 0.038 0.26
Si 10.935 57.516 19.196 0.006 0.176 0.236
Si 13.772 54.785 19.419 0.008 0.139 0.108
Si 10.957 62.984 19.189 0.09 -0.132 0.284
Si 13.647 60.318 19.102 -0.026 0.069 0.154
Si 1.255 4.104 20.406 0.201 -0.173 0.023
Si 4.262 0.892 20.635 -0.155 -0.202 0.048
Si 1.71 9.415 20.919 -0.182 0.105 -0.287
Si 3.91 7.103 20.713 0.166 0.029 -0.116
Si 1.012 15.311 20.495 0.195 -0.166 0.198
Si 4.436 12.212 20.667 -0.01 0.153 0.135
Si 0.757 21 20.193 0.097 -0.355 -0.031
Si 3.817 18.106 20.782 0.165 -0.192 -0.387
Si 1.784 25.776 21.139 0.332 0.336 -0.342
Si 3.608 23.214 20.524 -0.025 -0.417 -0.332
Si 1.797 31.413 20.264 0.094 -0.049 0.017
Si 3.899 29.126 20.217 -0.108 -0.066 0.057
Si 0.914 37.714 20.862 0.141 0.103 0.083
Si 4.625 34.065 20.617 -0.026 0.319 0.075
Si 0.846 42.776 20.152 0.147 0.037 0.372
Si 4.334 39.777 20.664 -0.028 0.094 0.026
Si 1.273 47.863 20.082 0.048 -0.016 0.391
Si 3.438 45.622 20.554 -0.041 0.012 0.126
Si 1.559 52.878 20.61 0.06 0.032 -0.132
Si 3.738 50.691 20.311 0.032 -0.174 0.1
Si 1.689 58.578 20.142 0.122 0.282 0.07
Si 3.667 56.244 20.577 -0.096 0.247 -0.125
Si 0.855 64.901 20.358 0.061 -0.061 0.302
Si 4.679 61.099 20.296 -0.156 0.18 0.171
Si 7.178 3.9 20.49 -0.01 -0.15 -0.066
Si 9.457 1.744 20.444 -0.175 0.085 -0.041
Si 6.636 9.843 20.546 0.062 0.021 -0.047
Si 9.699 6.765 20.778 0.046 0.059 -0.067
Si 6.828 15.309 20.445 0.063 -0.116 0.015
Si 9.855 11.912 20.567 0.102 -0.093 -0.04
Si 7.071 20.331 20.564 -0.083 -0.11 0.112
Si 9.192 17.97 20.505 0.161 -0.216 -0.222
Si 6.78 25.772 20.569 0.049 0.027 0.149
Si 9.132 23.741 20.591 -0.025 -0.149 -0.092
Si 6.653 31.617 20.596 0.015 -0.007 -0.025
Si 9.695 28.53 20.686 0.093 -0.055 0.243
Si 6.493 37.372 20.588 0.171 -0.051 0.049
Si 10.415 33.449 20.815 -0.223 0.02 -0.175
Si 7.485 42.277 20.689 -0.092 0.272 0.026
Si 9.687 39.975 20.743 -0.122 0.011 -0.284
Si 6.876 47.566 20.418 0.021 -0.287 0.158
Si 9.236 45.467 20.197 0.144 -0.112 0.145
Si 6.614 53.297 20.611 0.171 -0.023 -0.148
Si 9.763 50.051 20.464 0.198 0.109 0.011
Si 6.906 58.974 20.364 -0.228 0.004 0.069
Si 9.68 55.794 20.268 0.149 0.031 0.096
Si 6.663 64.443 20.223 0.062 -0.043 0.082
Si 9.637 61.476 20.558 0.021 -0.058 -0.106
Si 12.915 3.61 20.646 0.188 -0.283 -0.161
Si 15.067 1.408 20.065 0.096 -0.057 0.349
Si 12.185 9.832 20.302 0.038 -0.122 0.125
Si 15.572 6.562 20.876 -0.159 0.035 -0.048
Si 12.341 14.752 20.581 -0.003 -0.114 0.006
Si 14.537 12.566 20.394 0.126 0.051 0.16
Si 12.207 20.098 20.831 -0.316 0.312 -0.445
Si 15.29 17.666 20.574 -0.09 -0.081 -0.095
Si 11.898 26.373 20.449 0.036 0.108 0.057
Si 15.106 23.212 20.668 0.033 -0.162 0.082
Si 12.553 31.246 20.23 0.119 -0.152 0.561
Si 14.873 29.228 20.424 -0.183 0.304 0.147
Si 12.571 36.205 21.072 -0.187 0.119 -0.432
Si 14.961 34.12 20.681 0.147 -0.101 0.011
Si 12.723 42.036 20.817 -0.139 0.083 -0.096
Si 14.928 39.748 20.407 -0.024 0.094 0.144
Si 12.065 47.883 20.447 0.01 -0.001 -0.06
Si 15.118 45.09 20.293 0.043 -0.206 0.382
Si 11.952 53.61 20.406 0.136 0.03 0.47
Si 15.454 49.961 20.648 -0.035 -0.182 0.29
Si 11.976 59.34 20.469 -0.124 -0.257 -0.17
Si 15.246 56.337 20.778 -0.039 -0.083 -0.195
Si 12.687 64.132 20.392 -0.002 0.056 0.058
Si 14.842 61.912 20.435 -0.051 -0.076 -0.015
Si 0.717 0.656 24.813 -0.219 -0.112 0.155
Si 1.123 3.445 23.365 0.097 -0.155 0.307
Si -0.733 5.893 23.874 0.08 -0.058 0.293
Si 2.763 3.998 25.788 0.021 -0.101 0.196
Si 0.25 5.638 26.704 0.009 -0.004 0.113
Si 0.262 10.179 23.694 0.134 0.15 0.413
Si 0.929 14.721 23.361 0.067 0.061 0.333
Si 2.886 20.674 22.191 0.007 0.147 0.192
Si 0.251 29.149 22.953 -0.072 0.002 0.223
Si 0.209 33.487 25.464 0.014 0.02 0.342
Si 0.258 32.319 22.688 -0.012 0.019 0.146
Si 2.649 37.466 23.618 0.062 0.068 0.362
Si 3.715 41.487 23.368 0.002 0.066 0.264
Si 0.973 42.658 23.127 -0.038 0.123 0.24
Si 0.43 49.337 25.563 0.169 -0.117 0.152
Si -2.264 53.653 24.482 -0.12 -0.017 0.443
Si -0.402 57.303 26.743 -0.044 0.046 0.088
Si -0.579 59.478 24.725 0.118 -0.04 0.426
Si 0.66 61.462 26.788 -0.002 -0.028 0.13
Si 8.608 0.34 27.644 0.03 0.106 0.008
Si 5.986 5.843 22.777 -0.023 -0.091 -0.047
Si 7.956 8.308 22.918 0.077 0.206 0.151
Si 8.28 12.014 27.092 0.162 0.063 -0.002
Si 8.232 13.576 22.35 -0.154 -0.033 -0.008
Si 5.18 16.343 22.793 0.047 -0.006 0.351
Si 4.74 18.792 24.809 -0.066 -0.066 0.244
Si 9.875 24.36 26.265 -0.145 0 -0.029
Si 5.409 27.687 22.604 -0.133 0.113 -0.046
Si 7.737 29.69 22.925 -0.051 0.131 0.087
Si 4.514 36.531 27.718 -0.01 -0.019 -0.013
Si 8.167 39.259 27.757 0.032 0.098 0.099
Si 8.77 44.143 22.683 -0.006 0.104 0.141
Si 7.047 45.4 24.723 0.078 0.024 0.339
Si 3.567 50.919 28.914 -0.097 -0.101 -0.402
Si 6.711 50.632 24.752 -0.158 -0.118 0.476
Si 16.612 54.383 25.76 -0.071 -0.062 0.299
Si 4.927 54.726 22.877 0.074 -0.101 0.487
Si 8.652 57.496 22.527 -0.049 0.002 0.097
Si 3.213 62.08 22.861 -0.014 -0.095 0.283
Si 8.536 63.534 22.366 -0.046 -0.08 0.251
Si 9.82 2.754 24.807 -0.008 -0.06 0.369
Si 11.15 4.749 22.842 -0.019 0.17 0.262
Si 9.6 9.779 25.156 0.162 0.146 0.29
Si 12.169 8.866 26.188 -0.037 0.022 0.207
Si 12.005 11.204 24.423 -0.129 -0.109 0.399
Si 14.162 10.349 22.381 -0.268 0.08 0.054
Si 10.197 15.84 22.732 0.066 0.208 -0.002
Si 13.637 18.146 22.899 0.25 -0.101 0.466
Si 10.901 22.285 22.664 -0.267 0.1 0.247
Si 12.063 25.589 25.182 -0.121 0.095 0.164
Si 13.194 24.417 22.697 -0.072 0.321 0.196
Si 15.305 28.702 25.371 -0.111 -0.052 0.3
Si 9.626 35.332 26.103 -0.203 0.054 0.325
Si 11.286 34.757 23.402 -0.009 -0.042 0.377
Si 11.113 39.599 23.578 -0.117 0.152 0.38
Si 11.217 42.64 23.68 0.111 0.152 0.073
Si 13.729 46.554 22.737 -0.059 -0.017 0.049
Si 8.318 51.614 22.499 0.106 0.063 0.504
Si 11.483 54.778 25.244 -0.039 -0.001 0.247
Si 10.847 52.885 22.957 0.191 -0.045 0.427
Si 13.661 58.295 22.853 -0.029 -0.069 0.275
Si 11.226 57.585 24.338 -0.049 -0.192 0.428
Si 2.589 1.228 26.995 -0.013 0.01 -0.041
Si 5.645 4.821 25.695 0.034 0.018 0.237
Si -3.599 6.153 25.009 -0.017 0.204 0.358
Si 0.691 12.574 25.493 -0.004 -0.011 0.284
Si 5.22 13.38 23.402 0.036 -0.087 0.269
Si 1.781 19.956 24.809 -0.059 -0.099 0.406
Si 0.534 17.268 24.664 0.229 0.01 0.144
Si 2.835 25.415 29.452 0.052 -0.093 -0.314
Si 2.559 27.389 23.823 0.008 0.113 0.259
Si 2.955 27.265 27.012 0.082 0.042 0.073
Si -2.246 33.171 30.186 0.092 0.057 -0.202
Si 4.701 35.333 30.376 -0.155 -0.119 -0.161
Si 5.654 42.191 29.019 -0.09 0.011 -0.224
Si 5.12 39.329 27.876 -0.045 0.105 0.071
Si 1.767 45.187 24.569 -0.025 -0.022 0.299
Si 2.859 47.969 24.655 -0.142 0.051 0.383
Si 1.877 51.87 26.507 -0.094 -0.152 -0.07
Si 6.213 56.771 27.443 0.027 0.032 -0.002
Si -0.216 53.571 31.495 -0.142 -0.042 -0.53
Si 3.21 60.65 25.573 -0.051 -0.085 0.168
Si 2.692 64.987 22.837 -0.014 0.047 0.061
Si 7.852 3.385 26.947 -0.018 -0.102 0.099
Si 6.922 5.975 27.985 0.123 -0.013 -0.04
Si 5.616 12.248 26.19 0.027 0.043 -0.016
Si 1.775 9.85 26.214 0.157 0.047 0.123
Si 10.517 16.125 25.749 -0.147 -0.04 0.203
Si 6.755 20.874 23.563 0.165 -0.107 0.453
Si 7.559 22.382 25.901 0.04 0.035 0.259
Si 9.394 20.546 24.739 -0.194 -0.208 0.268
Si 13.33 27.887 30.035 -0.1 0.216 -0.385
Si 5.303 29.733 30.218 -0.059 -0.07 -0.206
Si 10.169 27.36 26.304 0.095 0.048 0.035
Si 6.811 36.103 25.463 0.087 0.072 0.251
Si 9.632 41.818 28.477 0.107 -0.219 -0.232
Si 5.27 36.004 22.895 0.008 -0.3 0.152
Si 9.105 38.08 25.363 -0.085 -0.013 0.232
Si 2.229 46.275 29.371 0.218 -0.291 -0.326
Si 4.009 48.019 27.705 0.07 -0.002 -0.149
Si 5.136 48.908 22.629 -0.108 -0.098 0.063
Si 8.692 52.044 28.739 0.014 -0.005 -0.165
Si 9.534 57.521 28.911 0 -0.071 -0.388
Si 11.449 60.113 26.27 0.018 0.019 0.125
Si 5.854 59.317 26.197 -0.219 0.112 0.016
Si 10.803 65.428 22.312 0.186 -0.012 0.203
Si 13.748 4.45 27.286 -0.067 0.063 -0.02
Si 11.899 8.216 29.109 -0.028 -0.035 -0.354
Si 12.533 13.82 25.746 -0.095 -0.077 0.226
Si 8.696 14.998 27.604 -0.014 -0.109 -0.112
Si 14.524 15.565 23.915 0.087 -0.103 0.43
Si 12.17 24.301 27.904 0.093 -0.102 -0.108
Si 15.274 26.93 27.874 0.003 0.132 -0.119
Si 11.48 29.391 28.259 -0.057 0.062 -0.13
Si 13.346 33.542 25.314 -0.03 -0.054 0.344
Si 15.417 37.528 26.879 -0.012 -0.016 0.007
Si 13.509 39.514 25.407 0.135 0.062 0.311
Si 15.228 42.26 25.118 0.068 0.018 0.211
Si 13.087 44.631 25.232 0.085 -0.021 0.219
Si 14.495 49.416 23.527 -0.055 -0.032 0.388
Si 12.325 51.084 24.65 0.009 -0.058 0.143
Si 16.463 54.419 22.791 -0.016 0.078 0.328
Si 13.589 58.695 28.258 0.088 -0.024 -0.149
Si 18.279 59.062 27.563 -0.052 -0.056 0.028
Si 16.967 60.676 22.242 0.018 -0.076 0.058
Si 14.403 65.104 25.521 0.119 -0.083 0.14
Si -0.688 -1.535 28.109 0.058 0.005 -0.11
Si -1.629 9.626 32.202 -0.011 0.148 -0.249
Si -0.614 14.17 28.031 0.038 0.052 -0.141
Si 1.562 7.804 28.455 -0.008 -0.087 -0.159
Si -0.448 17.188 27.313 0.034 -0.104 -0.017
Si 1.98 17.746 28.838 -0.051 -0.018 -0.165
Si -0.284 21.626 29.696 0.019 -0.054 -0.23
Si -1.145 23.775 27.954 -0.124 0.038 -0.048
Si -0.036 30.906 26.971 -0.011 0.113 0.049
Si -2.88 30.715 26.291 -0.083 0.082 0.093
Si 1.682 36.179 26.134 0.018 0.047 0.286
Si 0.711 38.769 31.324 -0.003 0.005 -0.323
Si 3.138 39.879 25.563 0.136 0.285 0.223
Si 0.166 46.391 26.972 0.098 0.095 -0.124
Si 4.336 44.402 23.44 -0.076 -0.124 0.491
Si 2.897 55.51 29.931 0.026 0.126 -0.207
Si 3.508 58.43 30.035 0.078 -0.141 -0.23
Si 4.335 54.61 27.675 -0.064 -0.032 -0.278
Si 1.145 63.865 32.636 0.079 0.08 -0.374
Si 6.374 56.921 24.644 -0.046 0.073 0.408
Si 3.197 1.366 29.86 -0.039 0.011 -0.018
Si 6.802 -1.513 29.289 -0.016 -0.178 -0.26
Si 4.438 7.317 28.936 0.145 -0.074 -0.168
Si 4.095 12.461 28.744 -0.014 -0.005 -0.221
Si 7.789 10.727 29.94 0.011 0.085 -0.339
Si 4.653 18.593 27.779 -0.02 0.023 -0.097
Si 6.801 16.863 28.824 0.067 0.069 -0.205
Si 5.421 23.757 32.852 0.128 0.002 -0.16
Si 6.276 21.233 28.408 0.053 -0.148 -0.146
Si 0.691 33.247 31.411 -0.086 0.106 -0.305
Si 9.113 31.158 28.467 0.032 0.026 -0.14
Si 8.016 29.513 25.869 0.094 -0.062 0.262
Si 1.014 41.606 27.271 0.093 -0.024 0.098
Si 9.473 34.127 28.87 -0.2 0.006 -0.111
Si 7.84 43.678 27.193 -0.063 0.013 -0.124
Si 6.985 48.049 26.551 -0.12 -0.009 0.011
Si 6.236 50.842 29.919 0.221 0.012 -0.397
Si 4.345 52.638 25.133 0.051 -0.063 0.366
Si 6.876 54.478 29.235 -0.021 0.043 -0.419
Si 8.015 61.382 29.784 0.071 0.015 -0.201
Si 10.067 59.722 30.827 -0.069 0.102 -0.335
Si 9.158 -0.155 24.6 -0.147 0.186 0.376
Si 11.408 -0.6 28.015 0.093 -0.086 0.018
Si 8.997 7.838 29.417 -0.04 0.013 -0.284
Si 13.16 5.452 30.209 -0.192 0.163 -0.333
Si 10.828 15.139 29.793 -0.041 -0.038 -0.243
Si 13.022 13.157 28.698 -0.017 0.118 -0.141
Si 8.666 19.278 28.801 -0.12 -0.002 -0.229
Si 13.881 19.209 25.944 0.066 -0.007 0.46
Si 10.111 24.904 30.195 -0.015 0.179 -0.525
Si 15.985 21.251 26.699 0.096 -0.039 0.065
Si 13.593 35.191 27.79 0.07 0.046 0.193
Si 7.75 30.921 31.215 -0.045 -0.087 -0.271
Si 12.161 36.712 32.33 0.115 0.039 -0.07
Si 12.389 40.222 28.266 0.074 0.024 0.055
Si 11.918 37.346 29.507 0.092 0.06 -0.317
Si 8.693 46.523 28.504 -0.026 0.008 -0.191
Si 13.656 45.817 28.111 -0.039 -0.041 -0.129
Si 11.123 52.252 27.13 0.002 0.073 -0.189
Si 11.326 52.073 30.077 -0.142 -0.029 -0.23
Si 12.075 54.689 31.728 -0.189 0.171 -0.096
Si 11.974 56.298 29.382 -0.003 -0.079 -0.454
Si 12.54 62.931 26.212 0.083 -0.037 -0.01
Si 14.233 60.628 30.476 -0.202 0.011 -0.546
Si 4.578 2.294 32.265 -0.199 0.076 -0.168
Si 4.102 -0.833 28.456 0.107 -0.208 -0.097
Si 4.421 9.861 27.282 0.123 -0.057 -0.113
Si 3.561 15.13 31.99 -0.024 -0.025 -0.12
Si 4.966 10.99 31.18 0.068 -0.039 -0.334
Si 1.163 19.355 31.218 0.069 0.099 -0.324
Si 2.059 14.795 29.446 0.05 0.084 -0.264
Si 0.818 25.443 31.904 0.253 -0.034 -0.152
Si 4.988 27.087 31.168 0.058 0.128 -0.266
Si 1.234 30.462 31.411 0.047 0.019 -0.372
Si 1.157 28.984 28.799 -0.06 0.011 -0.318
Si 1.964 36.059 31.5 0.084 -0.032 -0.406
Si 5.352 32.425 31.291 -0.042 0.196 -0.474
Si 2.963 40.876 31.522 -0.153 0.038 -0.331
Si 2.779 43.173 29.388 0.051 0.023 -0.21
Si 2.145 47.802 32.083 0.021 -0.136 -0.087
Si 2.566 52.686 31.292 0.133 -0.025 -0.363
Si 5.231 48.365 31.631 0.035 -0.101 -0.361
Si 1.458 58.396 32.247 0.001 0.045 -0.192
Si 5.979 59.677 31.272 -0.038 0.073 -0.394
Si 1.589 64.67 29.875 0.108 0.115 -0.247
Si 6.62 4.398 32.673 -0.008 0.029 -0.071
Si 9.758 1.324 32.418 0.063 -0.062 0.167
Si 2.927 8.566 31.078 0.106 -0.161 -0.219
Si 8.754 6.416 32.155 0.05 0.147 -0.121
Si 6.41 15.385 31.309 0.084 0.144 -0.267
Si 8.65 13.42 31.281 0.105 -0.031 -0.42
Si 9.704 19.381 31.692 0.044 -0.119 -0.187
Si 10.966 18.95 26.699 -0.049 -0.101 0.143
Si 5.167 23.756 29.738 -0.012 -0.067 -0.449
Si 9.802 22.538 32.094 0.025 0.114 -0.146
Si 5.912 28.183 27.524 -0.028 -0.056 0.144
Si 7.16 26.031 29.327 0.039 0.071 -0.226
Si 6.973 36.796 32.041 -0.088 0.07 -0.096
Si 11.392 33.921 31.459 0.089 -0.045 -0.372
Si 5.556 41.075 32.836 0.001 -0.163 -0.047
Si 7.132 46.202 31.058 0.005 -0.052 -0.309
Si 7.855 43.187 30.684 -0.098 -0.047 -0.36
Si 6.823 53.205 31.979 -0.016 0.051 -0.187
Si 8.077 57.719 31.466 0.189 0.012 -0.29
Si 12.648 59.109 32.555 -0.184 -0.154 -0.14
Si 7.753 64.701 32.132 -0.123 0.002 -0.307
Si 11.933 3.373 32.193 0.025 0.103 -0.271
Si 12.529 1.692 26.309 0.122 -0.116 0.12
Si 15.177 6.685 32.237 -0.05 -0.121 -0.174
Si 12.492 10.8 30.809 0.011 -0.073 -0.478
Si 11.961 17.42 31.662 0.053 -0.042 -0.296
Si 14.981 17.937 32.334 -0.096 -0.076 0.003
Si 11.915 26.301 32.2 0.16 0.077 -0.304
Si 15.39 22.873 32.195 -0.065 -0.331 -0.302
Si 14.5 30.383 31.331 -0.143 0.09 -0.475
Si 8.786 36.86 29.692 -0.16 -0.025 -0.176
Si 9.996 44.188 32.273 -0.121 0.146 -0.406
Si 15.362 39.858 29.007 0.002 0.036 -0.119
Si 11.279 45.77 29.844 0.042 0.078 -0.294
Si 13.503 47.3 30.851 -0.299 0.155 -0.287
Si 14.274 54.949 30.07 -0.111 0.007 -0.467
Si 12.602 49.958 31.897 0.014 0.213 -0.228
Si 8.518 59.654 27.239 0.092 -0.009 -0.092
Si 16.542 56.414 30.784 -0.134 0.171 -0.406
Si 13.268 63.013 29.112 -0.148 -0.011 0.025
Si 15.295 61.873 32.733 -0.128 0.062 -0.466
O 0.693 -0.29 -1.145 0.017 -0.145 0.011
O -1.566 -0.619 -7.204 -0.017 0.049 -0.11
O 4.852 0.765 -1.506 -0.051 -0.323 0.279
O 3.666 2.924 -0.875 0.246 0.164 -0.134
O 0.123 5.925 -1.574 -0.054 -0.104 -0.054
O 1.46 4.151 -0.362 0.01 0.155 0.18
O 2.414 8.345 -1.69 -0.207 0.191 0.73
O 1.657 8.343 -4.279 -0.235 0.229 0.1
O -1.605 12.614 -0.405 0.029 -0.071 0.458
O -0.413 10.461 -1.366 -0.01 -0.061 0.158
O 3.339 13.82 -1.322 0.108 -0.042 -0.062
O 4.851 15.012 -3.309 -0.239 -0.115 -0.22
O 1.219 15.05 -0.399 0.274 -0.078 0.221
O -0.742 16.633 -1.241 0.107 0.083 -0.01
O 2.133 18.379 -3.969 0.039 -0.027 0.263
O 1.993 19.513 -1.685 0.149 0.054 0.528
O 0.031 21.993 -1.218 -0.094 -0.081 0.149
O 1.27 20.564 0.573 0.097 0.037 -0.338
O 1.953 25.074 -1.292 0.219 0.221 0.188
O 4.059 23.779 -0.561 -0.092 0.079 0.083
O -1.44 28.531 -0.509 -0.063 0.172 0.164
O 0.156 26.83 -1.79 -0.011 0.218 0.341
O -0.354 30.495 -2.507 0.058 0.179 0.182
O -2.37 31.53 -4.072 -0.106 -0.405 0.306
O 2.096 30.272 -1.526 0.163 -0.014 0.41
O -1.388 34.33 -0.42 -0.075 -0.095 0.676
O 2.03 36.146 -1.168 0.185 0.113 0.318
O 3.918 34.35 -0.505 0.196 0.068 0.52
O 0.346 38.685 -1.396 -0.159 0.063 0.28
O 0.987 37.213 -3.426 -0.086 0.074 0.234
O 2.583 41.056 -1.229 0.033 -0.12 0.121
O 0.94 42.718 -0.374 0.181 -0.029 0.268
O -0.979 44.69 -0.652 -0.27 0.42 0.451
O 1.735 47.135 -3.641 -0.277 0.326 0.195
O 2.203 46.61 -1.114 0.119 -0.276 0.187
O 1.017 48.853 -1.622 -0.233 0.099 0.299
O -0.973 50.347 -0.486 -0.207 0.111 0.175
O 4.238 50.54 -0.473 0.298 -0.267 0.302
O 2.748 52.448 -1.413 0.013 -0.153 0.291
O 0.224 55.129 -2.532 0.441 -0.06 0.138
O -0.613 53.288 -1.238 -0.025 0.226 0.124
O 4.617 59.555 -3.886 -0.202 0.113 0.001
O 2.376 57.238 -1.378 -0.028 0.245 0.113
O 1.179 59.542 -0.956 -0.124 0.194 0.27
O -1.142 60.659 -0.484 -0.121 -0.097 0.053
O 2.637 63.467 -1.175 -0.19 0.294 -0.093
O 4.143 61.48 -0.481 0.122 -0.073 0.497
O 6.932 -0.592 -0.794 -0.053 0.191 0.136
O 5.369 -1.855 -5.762 0.002 -0.053 -0.01
O 8.799 2.271 -0.977 -0.248 0.296 0.436
O 7.146 4.068 -0.114 -0.087 0.103 0.23
O 5.439 5.465 -1.333 -0.15 0.119 -0.071
O 4.026 7.061 -0.111 0.084 -0.237 0.166
O 6.815 9.649 -0.443 0.046 0.028 0.053
O 7.986 7.651 -1.423 -0.168 -0.115 0.054
O 3.645 10.038 -3.265 -0.111 0.053 0.153
O 5.178 11.39 -1.552 -0.085 0.214 0.389
O 8.45 13.682 -1.442 -0.147 0.336 0.257
O 7.324 14.172 -3.597 -0.29 0.137 0.163
O 3.9 16.452 -1.325 0.353 0.121 0.053
O 6.456 15.698 -1.368 0.148 -0.124 0.263
O 8.991 18.882 -3.971 0.144 -0.304 0.295
O 9.004 18.684 -1.303 0.002 0.036 0.397
O 7.003 20.227 -0.514 -0.091 0.159 0.405
O 5.798 22.175 -1.403 0.095 -0.027 -0.137
O 6.597 24.743 -0.829 0.026 0.14 0.052
O 8.685 23.266 -1.265 0.086 0.236 0.047
O 4.988 26.787 -1.538 0.148 -0.061 0.331
O 3.988 28.877 -0.383 0.184 -0.088 -0.095
O 6.966 32.348 -3.348 0.14 -0.143 0.28
O 8.338 30.863 -1.574 0.146 -0.183 0.296
O -0.795 33.507 -3.492 -0.096 -0.043 0.095
O 5.25 32.259 -1.386 -0.003 -0.235 0.382
O 7.627 35.752 -1.221 0.07 0.225 0.285
O 9.369 34.182 -0.269 -0.043 0.186 0.41
O 6.172 37.924 -1.392 -0.277 -0.03 0.252
O 4.926 40.009 -0.36 -0.239 -0.002 0.058
O 7.199 40.811 -1.358 0.352 0.122 0.174
O 9.442 39.523 -0.597 -0.04 0.116 0.428
O 5.377 42.677 -1.125 0.157 -0.147 0.145
O 4.075 44.918 -0.501 0.165 0.111 0.713
O 9.78 45.204 -0.749 -0.155 -0.117 0.152
O 7.781 46.458 -1.769 0.199 -0.153 0.362
O 5.637 46.859 -3.184 0.046 -0.12 0.258
O 5.946 48.691 -1.241 0.164 0.098 0.231
O 8.108 52.703 -1.436 0.211 -0.232 0.285
O 9.649 50.686 -0.633 0.043 0.062 0.397
O 5.761 53.819 -1.256 -0.317 -0.03 -0.041
O 4.271 55.859 -0.437 -0.258 0.194 0.365
O 7.769 57.012 -1.417 0.126 -0.006 0.207
O 9.775 56 -0.29 -0.243 0.182 0.23
O 5.791 59.685 -1.416 0.12 0.051 0.311
O 8.525 63.331 -1.672 0.174 -0.028 0.186
O 9.93 61.524 -0.488 -0.136 -0.101 0.548
O 10.709 0.385 -0.993 0.022 0.186 0.067
O 12.317 -1.359 -0.215 -0.108 0.02 0.258
O 15.176 1.358 -0.469 -0.027 0.051 0.112
O 13.329 2.622 -1.68 0.073 0.015 0.265
O 11.573 4.058 -0.656 -0.096 0.015 0.261
O 10.012 6.074 -1.172 0.157 -0.064 0.016
O 13.501 9.266 -1.081 0.002 -0.087 0.095
O 14.34 6.826 -0.646 0.036 -0.069 0.246
O 11.69 11.185 -2.095 -0.299 -0.282 1.027
O 9.937 12.042 -0.267 -0.432 0.283 0.017
O 12.755 14.676 -0.4 -0.25 0.276 0.488
O 11.276 18.911 -2.714 0.037 0.134 0.249
O 11.418 16.728 -1.272 -0.405 0.05 0.133
O 14.592 19.006 -0.811 0.159 0.267 0.18
O 12.427 20.433 -0.313 -0.055 -0.11 0.296
O 11.15 22.499 -1.284 0.139 -0.273 0.295
O 14.127 23.193 -1.136 -0.357 0.367 0.42
O 12.536 25.279 -1.01 0.122 -0.213 -0.09
O 11.494 27.653 -1.33 -0.057 -0.133 -0.176
O 9.348 28.708 -0.519 0.255 -0.028 0.296
O 13.591 30.481 -1.599 0.051 -0.011 0.334
O 14.423 28.933 -3.699 0.251 0.132 0.072
O 11.043 32.829 -1.669 0.073 -0.292 0.426
O 8.739 32.739 -5.875 -0.027 -0.062 -0.037
O 13.48 36.286 -1.136 -0.161 -0.147 0.228
O 11.308 37.842 -1.184 0.2 -0.232 -0.117
O 12.804 41.876 -0.39 -0.489 0.378 0.219
O 14.746 39.967 -0.379 0.3 -0.398 0.345
O 11.259 43.272 -1.644 -0.182 0.086 -0.114
O 8.617 43.293 -2.171 0.033 0.168 0.445
O 11.902 46.95 -3.52 -0.09 -0.119 0.368
O 14.154 46.427 -2.191 0.074 -0.175 0.665
O 8.037 46.958 -4.368 0.011 -0.038 0.162
O 11.604 49.102 -1.417 -0.196 -0.154 0.135
O 11.792 50.638 -3.642 0.248 -0.352 0.061
O 13.29 51.185 -1.544 0.105 0.209 -0.084
O 13.047 55.091 -5.325 0.051 0.12 0.293
O 11.673 54.458 -1.043 -0.223 0.067 0.386
O 14.934 55.875 -0.371 0.141 -0.367 -0.179
O 13.032 57.597 -1.237 0.264 -0.151 0.021
O 12.197 59.872 -0.395 0.273 0.172 -0.082
O 15.482 61.456 -3.154 0.293 -0.02 0.304
O 13.895 62.663 -1.289 0.034 0.015 0.099
O 1.609 3.269 21.814 0.194 0.178 -0.317
O 0.196 5.293 20.761 -0.121 0.113 0.093
O 0.547 2.08 24.049 0.076 0.047 -0.125
O 3.586 0.568 22.16 0.331 0.343 -0.401
O 1.502 4.579 26.651 -0.098 0.107 0.145
O 2.811 8.215 21.32 -0.152 -0.133 -0.181
O 5.605 4.998 24.099 -0.227 0.029 -0.206
O 4.661 6.469 22.051 0.082 0.138 0.104
O 1.542 14.468 21.869 0.122 0.011 -0.36
O 1.428 13.725 24.574 0.004 0.042 -0.169
O 4.255 12.776 22.233 -0.093 0.163 -0.466
O 1.685 11.502 26.255 0.072 -0.108 0.122
O 2.299 21.023 23.691 0.176 -0.046 -0.478
O 0.712 18.834 24.249 -0.014 0.017 -0.281
O 4.08 16.716 21.651 -0.003 0.147 0.026
O 3.758 19.284 22 0.303 -0.248 -0.231
O 1.814 28.797 23.344 -0.069 0.024 -0.131
O 1.896 26.289 22.767 -0.417 -0.356 -0.601
O 3.731 21.987 21.673 0.046 0.046 0.103
O 2.763 24.44 21.225 0.069 0.218 -0.135
O 1.485 32.27 21.64 -0.062 -0.057 -0.013
O 0.748 33.225 23.952 -0.044 -0.048 -0.11
O 4.8 28.705 21.511 0.117 0.016 0.096
O 2.774 30.194 20.827 0.085 -0.146 -0.593
O 1.706 37.46 22.297 -0.038 0.071 -0.114
O -0.296 38.85 21.259 0.047 -0.227 -0.272
O 2.483 38.838 24.497 -0.268 -0.145 -0.263
O 4.396 34.875 22.068 -0.008 -0.182 -0.068
O 1.326 42.194 21.617 -0.106 -0.294 -0.345
O 2.201 41.886 23.869 0.03 0.043 0.212
O 3.803 40.473 22.089 -0.116 -0.346 -0.391
O 5.504 38.644 21.005 -0.231 -0.125 -0.159
O 2.307 46.819 20.907 0.109 0.085 -0.424
O 1.766 49.171 24.629 0.054 -0.041 -0.294
O 3.847 45.109 22.065 0.13 0.249 -0.152
O 2.027 46.703 24.069 0.108 -0.047 -0.384
O 0.922 53.226 22.109 -0.133 0.125 -0.098
O -1.522 54.044 23.08 -0.055 0.106 -0.095
O 4.315 49.733 21.513 0.061 -0.096 -0.103
O 2.706 51.754 21.061 0.04 0.319 -0.587
O -0.229 57.978 25.272 -0.174 0.196 -0.405
O 0.831 59.48 21.197 -0.362 -0.04 0.125
O 3.748 55.484 22.058 0.016 -0.128 -0.085
O 2.696 57.55 20.971 0.151 -0.223 -0.525
O 3.443 63.62 23.355 0.082 0.078 -0.186
O 1.57 64.479 21.776 -0.233 -0.139 -0.238
O 1.715 61.804 22.276 -0.039 0.039 -0.087
O 4.23 61.918 21.629 0.103 0.257 -0.11
O 8.27 2.76 21.053 0.253 0.177 -0.554
O 6.685 4.748 21.805 -0.058 0.135 0.132
O 8.86 1.47 24.398 -0.037 0.006 -0.389
O 10.335 1.266 21.775 0.119 -0.14 -0.066
O 5.552 11.027 20.902 0.125 -0.073 -0.332
O 7.119 9.413 22.071 0.185 0.233 -0.136
O 8.444 8.985 24.337 -0.234 -0.176 -0.272
O 9.191 7.81 21.966 0.059 -0.241 -0.092
O 6.548 16.108 21.913 0.24 -0.26 -0.48
O 7.935 14.129 20.837 0.178 -0.148 -0.089
O 11.051 10.828 21.009 0.018 0.072 -0.201
O 9.195 12.292 22.056 -0.017 0.183 0.149
O 6.543 21.066 21.971 0.139 0.168 -0.262
O 8.172 20.047 23.773 0.047 -0.127 -0.162
O 9.674 17.082 21.811 0.019 -0.024 0.136
O 8.129 19.122 21.039 -0.318 0.172 -0.166
O 5.919 26.304 21.896 -0.074 0.026 -0.092
O 7.978 24.791 21.18 -0.115 -0.27 -0.317
O 12.288 23.083 22.909 0.203 -0.238 0.06
O 9.763 23.248 22.026 0.093 -0.208 0.075
O 7.055 30.857 22.009 0.018 -0.133 -0.257
O 5.59 32.801 21.076 -0.063 0.158 -0.308
O 10.856 27.442 21.226 -0.084 -0.129 -0.666
O 9.069 29.174 22.1 0.151 0.073 -0.351
O 6.557 36.544 22.028 0.206 0.018 -0.206
O 10.254 33.996 22.373 -0.117 -0.112 -0.046
O 7.99 35.094 26.014 -0.066 0.074 0.092
O 8.252 45.373 23.631 0.241 -0.146 -0.138
O 7.482 43.356 21.989 -0.254 -0.153 -0.057
O 8.483 41.038 21.239 -0.076 -0.075 -0.233
O 10.806 39.627 21.959 0.129 -0.068 -0.24
O 6.146 47.87 21.884 0.112 0.05 -0.053
O 6.041 49.917 23.481 0.155 0.07 -0.146
O 8.102 46.515 20.818 0.084 0.02 -0.55
O 9.816 44.748 21.574 0.109 -0.052 -0.025
O 6.041 54.38 21.729 0.264 0.064 -0.147
O 7.068 51.997 21.535 -0.169 0.098 -0.197
O 9.002 50.26 21.923 0.14 0.128 -0.102
O 9.381 52.836 22.263 -0.248 -0.04 -0.303
O 5.712 59.974 20.971 0.09 0.041 -0.594
O 7.981 58.661 21.601 -0.247 -0.001 -0.248
O 10.942 54.871 20.817 -0.115 -0.039 -0.573
O 8.815 56.168 21.618 -0.117 0.051 -0.245
O 7.111 63.677 21.619 0.201 -0.214 -0.23
O 10.683 65.315 23.958 -0.004 -0.187 -0.215
O 10.707 60.288 20.939 0.235 -0.082 -0.007
O 9.047 61.986 22.071 -0.216 0.197 -0.321
O 12.436 3.994 22.184 0.135 0.127 -0.05
O 10.446 5.538 21.6 -0.193 0.027 -0.225
O 14.081 2.42 20.982 -0.155 0.176 -0.533
O 16.089 0.365 20.915 0.075 -0.177 -0.571
O 12.618 10.36 25.7 0.229 -0.06 0.083
O 13.326 9.303 21.431 -0.214 -0.229 -0.087
O 15.626 6.861 22.548 -0.133 0.378 -0.655
O 15.307 4.778 26.985 0.163 -0.213 0.053
O 11.398 15.105 21.907 0.249 -0.217 -0.025
O 13.492 13.651 21.139 -0.008 0.041 -0.564
O 13.038 11.159 23.205 0.25 0.094 -0.358
O 15.033 11.47 21.55 -0.025 0.205 -0.058
O 11.139 21.09 21.597 0.248 -0.233 -0.015
O 12.522 18.877 21.948 -0.055 0.178 -0.337
O 16.379 16.498 21.026 0.194 -0.13 -0.049
O 15.017 18.412 22.049 -0.017 -0.024 -0.101
O 12.567 25.446 21.618 -0.104 -0.259 -0.027
O 13.244 25.273 24.112 0.049 -0.175 -0.137
O 16.209 22.029 21.097 0.069 0.103 -0.359
O 14.638 23.9 22.136 0.029 -0.21 -0.192
O 13.661 30.245 21.085 0.09 0.127 -0.584
O 11.565 32.251 21.156 -0.24 0.124 -0.443
O 15.776 28.169 23.934 -0.069 -0.099 -0.197
O 16.059 28.7 21.494 0.086 0.014 0.072
O 9.936 36.935 26.18 -0.006 -0.118 0.157
O 11.771 36.124 22.575 0.216 0.192 -0.454
O 15.428 33.094 21.926 -0.223 0.047 -0.338
O 13.855 35.178 21.33 -0.075 0.393 0.071
O 12.097 42.628 22.267 0.163 0.016 -0.362
O 14.337 40.906 25.213 0.04 0.038 -0.057
O 13.922 40.896 21.201 0.14 -0.075 -0.271
O 12.468 47.089 21.845 -0.037 0.045 -0.354
O 10.973 49.02 20.94 -0.007 0.262 -0.185
O 14.684 45.652 21.787 0.054 -0.08 -0.403
O 16.224 43.942 20.719 0.299 -0.018 -0.286
O 12.121 52.944 21.934 0.218 -0.129 -0.441
O 13.097 54.791 25 0.289 0.156 -0.002
O 16.701 48.868 21.027 -0.141 0.27 -0.328
O 14.755 50.265 22.148 0.271 0.346 -0.431
O 12.737 59.227 21.918 -0.189 0.084 -0.023
O 12.673 57.274 23.656 0.145 -0.215 -0.075
O 14.604 57.395 21.874 0.033 0.096 -0.125
O 16.442 55.588 21.655 -0.082 0.218 -0.105
O 8.327 64.245 23.858 0.021 -0.226 -0.253
O 13.75 63.02 21.022 0.034 -0.123 -0.286
O 15.543 61.353 21.83 -0.058 0.028 0.054
O 16.964 59.971 23.697 0.305 0.017 -0.249
O 1.104 0.847 26.4 -0.065 -0.104 0.012
O -0.641 -0.262 24.659 0.039 0.173 -0.067
O 3.597 -0.095 27.056 0.101 0.146 0.165
O 4.089 4.853 26.178 0.072 -0.077 0.19
O -2.269 5.607 24.29 -0.092 -0.318 -0.134
O -3.689 5.449 26.49 -0.149 -0.042 0.009
O -0.12 4.469 23.421 -0.163 -0.064 -0.016
O 3.006 7.061 28.167 0.113 -0.073 0.113
O -1.199 9.555 23.328 -0.104 -0.246 0.052
O -3.519 7.763 25.231 0.029 -0.001 -0.038
O 1.004 9.324 24.878 -0.237 0.048 -0.306
O -0.081 11.66 24.363 -0.168 -0.331 -0.138
O 1.432 16.24 23.788 -0.06 0 -0.041
O -0.722 14.638 23.223 -0.151 -0.198 -0.179
O -2.903 16.477 22.993 -0.11 0.2 -0.08
O 1.577 20.195 21.353 -0.07 -0.19 0.168
O 0.122 29.605 25.994 0.043 0 -0.249
O 0.046 27.792 28.599 0.166 0.116 0.055
O -0.062 30.762 23.145 -0.254 0.072 -0.037
O 2.989 36.363 27.115 -0.17 -0.081 -0.097
O -6.04 34.851 24.75 0.083 0.083 -0.268
O -2.372 29.703 25.114 0.009 -0.124 -0.292
O 4.8 37.901 28.629 0.054 0.018 0.115
O 4.221 37.212 23.252 0.01 0.259 0.044
O 4.96 40.724 28.721 -0.067 -0.045 0.217
O 4.237 40.793 24.753 0.1 -0.223 -0.111
O 0.996 44.27 23.464 -0.155 0.123 -0.177
O -0.48 42.153 23.646 -0.167 0.11 -0.108
O -0.82 49.823 24.661 -0.169 -0.052 -0.087
O -1.15 53.493 25.648 0.006 -0.184 -0.145
O 1.241 53.372 26.484 -0.02 0.228 0.073
O 2.684 51.826 27.915 0.185 0.247 0.265
O 1.137 60.469 28.01 0.131 -0.137 0.225
O 7.012 56.418 26.065 0.014 0.126 -0.314
O 0.779 57.878 27.69 0.05 0.003 0.248
O -0.494 60.623 25.924 -0.137 -0.055 -0.167
O 2.002 65.545 24.188 0.184 -0.131 -0.044
O 8.284 1.94 27.57 0.021 0.131 -0.097
O 7.722 4.534 28.134 -0.116 -0.132 -0.062
O 2.388 4.063 24.2 0.019 0.122 -0.082
O 7.011 7.024 23.225 -0.057 -0.005 0.136
O 10.544 8.717 25.98 -0.033 -0.204 -0.179
O 5.576 10.625 26.428 0.015 -0.009 0.171
O 3.338 9.364 26.162 0.035 -0.123 -0.032
O 9.048 14.748 23.136 -0.249 0.033 0.054
O 6.82 13.184 23.078 0.19 0.166 0.101
O 5.197 17.547 23.871 -0.026 -0.096 -0.041
O 4.854 14.963 23.583 -0.282 0.01 -0.032
O 5.477 20.126 24.243 0.053 0.049 -0.286
O 6.908 22.297 24.396 -0.214 0.167 -0.375
O 10.781 24.566 24.899 -0.001 -0.076 -0.002
O 8.367 23.791 26.083 0.02 -0.063 -0.011
O 4.196 27.398 23.664 -0.006 -0.018 -0.075
O 6.722 28.435 23.211 0.028 0.005 -0.04
O 8.997 28.227 25.607 0.03 0.043 -0.162
O 8.044 30.306 24.43 -0.037 -0.071 -0.166
O 2.153 36.259 24.586 -0.143 -0.124 -0.168
O 4.623 33.784 30.836 -0.21 -0.07 0.006
O 5.988 35.408 24.239 -0.187 0.093 -0.317
O 8.262 37.813 28.486 0.117 -0.072 0.154
O 11.076 41.105 24.214 -0.006 -0.156 0.05
O 9.019 39.346 26.378 0.075 0.131 -0.243
O 4.587 42.827 23.087 0.24 -0.07 -0.05
O 5.669 45.127 23.946 -0.194 -0.003 -0.108
O 3.381 49.344 28.463 -0.212 0.079 0.122
O 5.63 48.084 27.482 0.139 -0.107 -0.037
O 4.136 48.196 23.698 0.151 -0.067 -0.278
O 5.633 51.668 25.41 0.185 0.163 -0.031
O 7.659 50.836 29.106 -0.187 0.023 0.181
O 11.143 53.772 26.497 0.114 0.048 0.11
O 4.446 53.379 23.683 -0.197 0.221 -0.544
O 5.457 55.761 24.009 -0.108 -0.076 -0.294
O 7.63 57.204 23.714 0.176 -0.182 0.045
O 10.097 57.822 23.191 -0.069 0.347 -0.323
O 2.097 61.81 26.016 0.13 0.01 -0.023
O 2.439 59.25 26.017 0.144 -0.105 0.039
O 9.711 64.409 21.637 -0.121 -0.012 -0.186
O 5.607 65.58 20.759 -0.211 -0.038 -0.264
O 11.187 2.213 25.55 -0.278 0.068 -0.004
O 10.148 3.653 23.504 0.114 0.042 -0.291
O 11.556 5.791 24.038 -0.053 0.041 -0.013
O 7.877 7.21 28.416 -0.072 0.205 0.14
O 7.631 11.307 28.412 -0.177 0.17 0.309
O 12.669 8.653 27.731 0.016 -0.001 -0.068
O 11.802 12.776 24.754 0.03 0.081 -0.066
O 10.552 10.551 24.073 0.104 0.193 -0.382
O 9.041 13.381 27.589 -0.126 -0.076 0.041
O 11.443 14.89 26.217 -0.003 0.059 -0.051
O 13.746 14.606 24.982 0.294 0.128 -0.136
O 10.681 16.458 24.169 -0.048 0.186 -0.426
O 11.059 17.337 26.682 0.282 -0.243 -0.068
O 13.544 18.768 24.41 -0.242 0.101 -0.52
O 10.357 21.661 24.066 0.043 0.224 -0.397
O 10.867 23.464 27.264 -0.075 0.011 -0.141
O 14.994 27.454 26.356 0.162 0.138 -0.091
O 12.631 25.333 26.709 0.049 0.235 -0.176
O 12.009 28.784 29.671 -0.129 0.047 0.353
O 11.414 27.111 25.237 -0.002 -0.102 0.048
O 12.675 29.745 27.244 0.137 0.019 -0.095
O 6.682 29.701 31.09 0 -0.099 0.235
O 12.803 32.02 25.655 -0.114 -0.048 -0.236
O 14.88 36.038 27.256 0.008 -0.181 -0.175
O 10.174 34.649 27.479 0.144 -0.173 -0.174
O 9.915 38.616 24.079 0.148 0.084 -0.389
O 12.589 39.074 24.112 -0.019 -0.327 -0.191
O 11.852 43.629 24.829 -0.207 -0.085 0.02
O 9.67 43.091 23.512 -0.031 -0.332 -0.101
O 14.605 47.822 23.256 0.105 -0.041 0.112
O 13.232 45.708 24.025 -0.124 0.078 -0.197
O 13.436 52.221 24.345 0.247 0.084 -0.043
O 7.959 51.46 24.101 0.218 0.035 -0.352
O 11.001 51.479 23.793 -0.265 0.1 -0.067
O 17.112 54.823 24.252 0.155 -0.136 -0.354
O 10.769 54.185 23.919 -0.249 -0.067 -0.399
O 10.952 56.324 25.375 0.01 0.096 -0.045
O 12.524 59.556 27.368 0.117 0.108 0.185
O 14.537 57.762 27.309 -0.207 -0.227 -0.024
O 14.414 59.288 23.929 -0.079 0.193 -0.331
O 11.314 58.988 25.13 0.086 -0.101 -0.253
O 2.831 -1.665 29.071 -0.044 0.134 -0.019
O 2.479 1.9 28.495 -0.208 -0.174 0.186
O 3.161 2.431 26.068 0.1 0.114 -0.285
O 3.733 2.487 30.872 0.178 -0.098 0.335
O 0.07 6.397 25.239 0.187 0.153 -0.135
O 0.458 6.682 27.965 0.014 0.006 -0.054
O -0.192 13.306 26.68 0.188 -0.211 -0.156
O 1.198 10.128 22.343 0.216 -0.109 -0.319
O 5.046 13.009 27.524 -0.002 0.09 0.12
O 2.918 13.551 28.872 0.053 -0.097 0.128
O 0.825 17.13 26.26 -0.023 0.179 0.052
O 0.353 17.854 28.574 -0.104 0.198 0.209
O 3.147 19.078 25.089 -0.138 0.051 -0.078
O 1.034 20.774 26.049 0.217 -0.234 -0.161
O -0.702 22.876 26.636 -0.083 0.065 -0.099
O -0.342 24.304 31.806 0.042 -0.064 0.016
O 3.589 23.951 29.264 0.152 0.061 0.117
O 2.37 27.131 25.467 -0.027 0.176 -0.171
O 0.608 30.468 28.384 -0.051 -0.059 0.174
O 0.583 37.355 26.477 0.008 -0.063 -0.079
O 3.449 36.238 30.866 -0.06 0.381 0.334
O 4.746 35.297 28.749 0.221 -0.261 0.055
O 6.005 36.007 31.029 0.043 0.12 0.241
O 5.679 36.459 26.58 -0.025 -0.023 -0.018
O 4.072 39.164 26.66 0.024 -0.333 0.039
O -0.539 39.462 30.512 -0.11 -0.038 0.09
O -1.153 38.454 28.197 0.007 0.134 0.03
O 4.394 43.216 29.125 0.142 0.189 0.192
O 1.952 40.603 26.409 0.195 -0.078 0.019
O 3.263 44.521 24.703 0.274 0.125 -0.253
O 0.879 45.326 25.94 0.124 -0.093 -0.035
O 3.331 47.779 26.225 0.038 -0.115 -0.19
O 0.803 50.628 26.52 0.177 -0.065 -0.014
O 3.188 51.427 30.429 0.161 0.153 0.158
O 2.961 51.763 25.267 -0.096 -0.016 -0.356
O 4.303 53.737 26.328 -0.074 -0.03 0.029
O 2.926 54.81 28.446 0.084 -0.13 -0.042
O 3.92 56.809 30.184 0.164 0.012 0.051
O 5.913 58.38 27.565 -0.022 0.105 -0.008
O 5.524 58.309 24.93 -0.181 0.113 -0.132
O 4.72 60.504 26.267 0.062 0.053 0.096
O 3.535 60.96 24.013 -0.074 0.001 -0.31
O 6.399 3.421 26.161 -0.086 0.149 -0.098
O 7.335 -0.263 28.413 -0.213 0.222 0.236
O 6.462 6.063 26.408 0.111 0.073 -0.086
O 5.524 6.096 28.849 -0.187 -0.096 0.051
O 8.639 9.349 29.877 -0.153 0.116 0.01
O 9.117 10.884 26.274 -0.085 0.124 0.048
O 7.184 12.62 26.047 -0.024 0.203 -0.185
O 4.851 12.661 24.822 -0.186 -0.12 -0.117
O 8.986 15.698 26.148 0.04 -0.085 -0.182
O 7.182 15.462 28.041 -0.04 -0.084 -0.024
O 5.251 17.323 28.602 -0.015 -0.283 -0.061
O 5.273 18.408 26.288 -0.05 -0.123 -0.168
O 10.283 19.313 25.265 -0.189 -0.023 -0.408
O 8.686 21.208 26.059 0.155 -0.011 -0.193
O 5.67 22.23 29.537 -0.23 0.104 0.232
O 6.417 22.128 27.032 -0.204 0.216 -0.121
O 13.029 26.706 31.096 0.17 -0.197 0.289
O 10.583 28.201 27.626 -0.046 0.079 0.178
O 5.539 29.32 28.652 0.025 0.062 0.154
O 8.714 25.544 29.59 0.048 -0.198 0.245
O 8.437 30.451 27.152 0.125 -0.197 -0.003
O 10.702 30.811 28.398 0.061 0.14 0.178
O 4.641 31.216 30.41 0.034 0.043 0.185
O 8.416 35.285 29.371 0.072 -0.041 0.173
O 11.853 38.868 28.976 -0.115 0.027 0.132
O 10.392 36.904 29.769 0.165 0.057 0.22
O 6.628 39.434 27.306 0.189 0.236 -0.021
O 7.62 37.472 24.985 0.088 0.211 0.062
O 11.24 41.409 28.461 -0.033 0.265 -0.048
O 9.119 42.78 29.7 -0.152 0.175 0.182
O 7.34 44.142 25.725 -0.065 -0.125 -0.098
O 8.308 47.713 27.451 -0.003 0.11 0.232
O 8.125 45.075 27.996 -0.045 -0.047 0.221
O 7.174 49.515 25.854 0.008 0.223 -0.02
O 5.158 51.218 28.752 0.168 -0.126 -0.012
O 7.937 53.475 28.507 0.179 0.209 -0.022
O 9.571 51.765 27.386 0.079 -0.052 0.115
O 5.375 54.006 28.788 0.065 -0.168 0.269
O 7.007 56.008 28.652 -0.077 0.069 0.268
O 10.663 56.432 28.407 -0.016 0.177 0.405
O 9.515 61.221 30.456 0.037 -0.251 0.218
O 7.405 59.873 26.044 -0.057 0.121 0.009
O 7.876 60.346 28.55 -0.137 0.087 0.251
O 8.832 65.271 26.182 0.218 -0.043 -0.194
O 12.264 64.993 21.765 -0.116 -0.124 -0.129
O 13.514 4.598 28.881 0.212 -0.129 0.331
O 13.437 2.93 26.821 0.267 0.109 0.121
O 10.398 7.854 28.614 0.051 0.123 -0.16
O 12.559 6.906 29.797 -0.016 -0.212 0.013
O 12.475 11.91 29.593 -0.229 -0.352 0.448
O 12.937 12.96 27.071 0.256 -0.061 -0.008
O 12.124 14.432 29.127 0.177 0.191 0.204
O 9.741 15.624 28.684 0.149 0.092 0.041
O 15.36 15.688 27.566 -0.286 -0.105 -0.181
O 15.39 16.769 24.609 -0.094 -0.013 -0.017
O 13.62 23.587 28.288 -0.025 0 -0.066
O 11.432 24.993 29.199 -0.154 0.212 0.319
O 13.902 27.135 28.712 -0.206 0.136 0.275
O 15.627 25.346 27.776 0.109 -0.069 0.153
O 14.985 33.595 25.325 0.022 0.021 -0.148
O 14.791 31.235 27.187 -0.108 0.188 -0.043
O 10.521 33.764 30.074 0.055 0.052 0.379
O 12.662 33.989 23.902 -0.18 -0.156 -0.316
O 12.714 37.32 30.923 0.095 0.032 0.19
O 12.966 33.779 31.089 -0.069 0.3 0.324
O 14.549 38.266 25.69 -0.181 -0.024 -0.16
O 12.541 39.827 26.691 -0.006 -0.052 -0.273
O 14.387 43.64 25.324 -0.056 -0.002 0.025
O 16.395 42.347 26.255 0.046 -0.016 0.061
O 12.869 45.498 26.634 0.196 0.09 0.109
O 12.549 44.988 29.089 -0.032 -0.077 -0.128
O 13.001 49.689 24.175 -0.023 0.018 -0.153
O 16.436 47.915 26.32 -0.218 -0.004 -0.043
O 11.886 51.131 26.218 0.14 -0.264 -0.179
O 11.903 52.258 28.559 -0.001 0.024 0.326
O 16.247 55.701 26.647 -0.049 -0.095 0.128
O 17.882 56.298 29.902 -0.07 -0.151 0.144
O 12.795 57.708 29.291 -0.053 -0.061 0.404
O 11.374 55.924 30.873 0.175 0.077 0.308
O 14.51 59.747 29.121 0.241 -0.008 0.403
O 19.543 58.692 28.478 0.037 -0.094 0.215
O 13.302 62.448 27.575 -0.081 -0.238 -0.061
O 16.4 62.836 27.313 0.136 0.01 -0.048
O 13.425 66.389 25.303 0.003 -0.068 -0.043
O 13.598 63.692 25.192 0.066 -0.094 -0.199
O -1.646 -1.999 29.348 0.018 0.097 0.228
O 2.091 0.418 30.606 -0.04 -0.091 0.077
O -2.309 10.538 31.044 0.299 -0.096 0.214
O 0.541 14.335 29.149 0.112 0.147 0.134
O -1.795 13.454 28.899 -0.068 -0.076 0.142
O 1.194 9.141 27.568 -0.042 -0.023 -0.019
O 0.945 20.808 30.428 0.069 0.039 0.018
O -1.699 18.122 26.852 -0.256 0.104 -0.125
O -1.614 20.553 25.845 -0.201 0.034 -0.197
O 2.246 15.143 31.031 -0.079 0.183 0.332
O 2.42 16.181 28.668 0.062 -0.145 -0.049
O 1.503 25.497 30.404 -0.486 0.204 0.337
O -1.399 21.915 30.897 0.062 -0.003 0.199
O -0.138 23.179 29.126 -0.071 0.055 0.215
O 3.961 26.306 30.193 -0.024 0.22 0.034
O 2.403 28.595 27.809 -0.097 0.154 -0.05
O 0.681 32.222 26.386 -0.108 0.13 -0.188
O 1.481 34.597 31.008 -0.002 -0.001 0.14
O -3.559 34.568 26.484 -0.083 -0.109 -0.139
O 1.496 31.963 30.782 -0.049 0.002 0.204
O 0.639 32.97 33.021 0.262 0.058 0.413
O 0.104 40.805 28.355 -0.163 -0.153 0.032
O 1.949 42.69 28.058 0.113 -0.069 -0.124
O 2.118 39.568 31.007 0.192 -0.08 0.067
O -2.359 33.921 28.727 -0.137 -0.1 0.139
O -1.216 45.677 27.502 -0.34 0.159 -0.121
O 1.094 46.559 28.267 -0.118 0.198 0.209
O 3.653 46.767 28.701 0.03 -0.073 0.124
O -1.265 53.56 30.192 0.225 0.028 0.193
O 3.086 54.231 30.956 0.205 -0.154 0.355
O 0.048 57.764 31.68 0.113 -0.136 0.096
O 2.25 58.926 30.945 -0.289 -0.042 0.292
O 4.736 56.123 27.251 0.173 -0.069 -0.072
O 0.969 52.615 30.965 -0.07 -0.213 0.04
O 1.034 63.701 31.024 0.021 -0.148 0.41
O 0.132 62.769 33.255 0.068 -0.16 0.292
O 0.449 65.027 28.78 0.07 0.177 0.075
O 6.82 61.017 30.838 -0.199 0.179 0.1
O 9.947 60.346 26.876 -0.098 0.255 -0.003
O 6.008 3.051 31.991 -0.064 -0.102 0.08
O 4.483 0.427 29.445 0.063 -0.038 0.237
O 8.756 0.287 31.622 0.103 0.003 -0.205
O 9.026 3.733 25.862 0.125 0.088 -0.052
O 4.108 7.544 30.526 -0.09 0.063 0.107
O 5.06 8.647 28.168 0.162 -0.04 0.21
O 4.73 12.308 30.237 0.247 0.038 0.337
O 3.66 10.941 28.268 0.088 -0.166 0.086
O 6.349 10.33 30.588 -0.232 -0.058 -0.016
O 8.593 11.848 30.827 0.272 -0.07 0.056
O 5.186 20.034 28.315 -0.2 -0.035 0.181
O 3.022 18.577 27.883 0.032 -0.022 -0.125
O 6.914 16.689 30.451 -0.159 -0.166 0.284
O 7.787 18.026 28.223 0.056 0.13 -0.098
O 5.215 24.152 31.307 0.066 0.1 0.282
O 6.233 24.733 28.949 -0.113 -0.129 0.088
O 7.75 20.638 28.785 0.081 0.135 0.102
O 9.472 20.988 31.757 -0.156 0.274 0.041
O 4.585 27.387 27.01 0.051 0.069 -0.228
O 1.572 29.235 30.36 -0.079 -0.115 0.208
O 6.514 26.785 30.633 -0.076 0.07 0.38
O 4.425 28.605 30.958 -0.029 0.141 0.19
O 7.04 27.118 28.092 0.181 0.009 0.176
O 6.528 28.95 26.23 0.027 0.131 -0.302
O 4.614 40.737 31.497 0.166 0.212 0.35
O 6.628 42.781 27.841 0.07 -0.046 0.103
O 8.142 37.416 31.083 -0.118 0.008 0.171
O 8.752 40.449 28.686 0.133 -0.03 0.014
O 3.618 48.482 31.845 -0.203 0.162 -0.141
O 2.326 44.693 29.757 -0.211 0.209 0.312
O 2.484 42.155 30.621 -0.22 -0.045 0.351
O 6.626 42.14 30.361 0.267 0.11 0.189
O 6.245 51.916 31.15 -0.232 0.25 0.118
O 5.817 49.388 30.501 0.043 -0.227 0.015
O 6.704 58.286 30.834 0.072 -0.182 -0.117
O 8.807 56.9 30.246 -0.245 0.027 0.289
O 7.114 54.373 30.849 0.255 0.145 0.359
O 8.72 58.037 27.58 -0.184 -0.115 -0.047
O 7.838 62.867 29.163 0.124 -0.018 -0.049
O 8.991 59.026 31.83 0.034 0.068 0.31
O 11.916 61.55 25.602 -0.139 -0.06 -0.148
O 10.769 2.349 31.61 -0.145 0.19 -0.064
O 6.709 -1.183 30.889 0.22 0.127 0.22
O 9.932 -0.105 28.493 -0.039 0.227 0.229
O 12.123 -1.44 29.24 0.112 -0.062 -0.151
O 12.183 0.782 27.623 0.016 0.068 0.15
O 11.845 9.424 30.192 -0.164 0.253 0.183
O 9.276 6.901 30.706 -0.05 -0.349 0.472
O 12.116 4.544 31.072 -0.051 -0.228 0.049
O 14.474 5.73 31.124 0.286 0.201 0.328
O 11.394 16.503 30.452 0.125 0.025 0.11
O 10.059 14.102 30.801 0.101 -0.047 0.311
O 15.368 8.2 31.643 -0.061 0.153 -0.028
O 10.056 19.465 27.952 0.112 -0.069 0.048
O 12.487 19.545 26.748 -0.088 -0.111 0.074
O 13.601 17.524 31.537 0.191 0.123 -0.048
O 16.097 18.655 31.385 -0.278 -0.098 -0.114
O 10.547 25.74 31.516 0.043 0.234 0.408
O 9.908 23.351 30.673 0.095 -0.245 0.054
O 15.813 20.796 28.293 0.144 -0.008 0.08
O 17.326 34.74 26.221 -0.18 -0.132 -0.142
O 9.641 25.895 26.817 0.005 0.032 0.224
O 11.196 35.412 32.095 -0.229 0.207 -0.025
O 8.754 30.635 29.97 0.161 -0.103 0.179
O 9.175 42.695 27.147 0.173 -0.041 0.08
O 13.872 40.592 28.921 -0.045 0.284 -0.139
O 12.602 36.261 28.509 0.005 0.051 0.012
O 6.897 46.854 25.441 -0.102 -0.222 -0.334
O 10.316 46.408 28.675 0.253 0.14 -0.087
O 10.332 44.911 30.848 -0.143 -0.251 0.161
O 13.996 47.04 29.257 0.2 -0.113 0.185
O 9.697 52.146 30.018 -0.117 0.26 0.136
O 13.663 48.886 31.242 0.208 0.033 0.062
O 11.843 53.265 31.009 -0.027 -0.103 0.12
O 10.229 58.908 29.419 0.185 0.049 0.108
O 11.475 59.513 31.524 0.231 -0.082 0.025
O 13.657 55.063 31.584 0.001 -0.132 0.33
O 15.253 56.237 29.797 0.2 -0.009 0.058
O 11.397 64.019 26.7 -0.03 -0.076 -0.189
O 13.908 59.603 31.684 0.246 -0.069 0.215
O 13.055 61.741 30.117 -0.038 0.08 -0.044
O 2.507 25.976 27.94 0.007 -0.014 0.11
O 7.082 44.638 30.586 -0.19 -0.097 -0.08
O 7.829 5.1 31.839 -0.155 -0.278 -0.05

Results
total energy: -434289.334 eV
total energy less fixed offsets of O -438.04, Si -107.15 eV per atom: -0.814 eV
